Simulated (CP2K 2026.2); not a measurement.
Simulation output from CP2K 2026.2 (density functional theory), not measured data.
Periodic cell of 1182 atoms, Si850O332, from a study of silicon, its oxide and their interface. The atomic structure is a simulated model.
Doubt: the forces sum to 3.50 eV/angstrom along one axis rather than to zero, so they err by at least 0.0030 eV/angstrom per atom on average; the grid cutoff is modest.

Settings
functional: PBE
method: Gaussian and plane waves
basis set: DZVP-MOLOPT-SR-GTH
pseudopotentials: GTH-PBE
grid cutoff: 350 Ry, relative cutoff 50 Ry
k points: Gamma only
occupations: fixed
spin: none
net charge: 0

Cell vectors (angstrom)
a, 16.4025, 0, 0
b, 0, 32.805, 0
c, 0, 0, 40.2872

Atoms: element, x, y, z (angstrom)
Si, 0.0676, 0.0826, 39.5983
Si, 2.416, 3.4323, 0.0083
Si, 0.1334, 5.4848, 0.4955
Si, 2.6624, 8.2857, 0.5055
Si, 0.5441, 10.5553, 40.2861
Si, 2.4884, 14.0576, 40.2792
Si, 0.9896, 15.9595, 39.8828
Si, 3.0273, 19.0058, 0.2001
Si, 16.3372, 22.0077, 0.0986
Si, 2.6341, 25.0776, 0.2478
Si, 0.2921, 27.1273, 40.2408
Si, 3.4022, 29.3673, 0.0291
Si, 5.9253, 32.3859, 40.1568
Si, 8.6802, 3.3601, 39.7154
Si, 4.9501, 6.1552, 0.1342
Si, 8.0408, 8.4246, 0.4381
Si, 5.6816, 10.643, 0.4378
Si, 8.5598, 13.3942, 0.299
Si, 4.9058, 16.4237, 0.0706
Si, 7.2565, 19.1845, 40.1619
Si, 5.5024, 21.8811, 0.2438
Si, 7.8271, 25.0432, 40.1049
Si, 5.6326, 27.2359, 0.3333
Si, 8.034, 30.0209, 40.146
Si, 11.4096, 32.4185, 40.1936
Si, 13.0938, 3.3415, 0.2121
Si, 11.8085, 5.3606, 0.2552
Si, 14.6382, 7.7855, 40.1469
Si, 10.7363, 11.0645, 0.2958
Si, 13.4246, 13.5886, 40.2054
Si, 11.2695, 15.9322, 40.2507
Si, 13.2614, 19.3476, 40.1153
Si, 11.0118, 21.5808, 40.2428
Si, 14.1167, 24.2816, 0.1694
Si, 10.9861, 27.5675, 40.1072
Si, 13.5794, 30.2433, 0.3705
Si, 1.3992, 1.4606, 0.9718
Si, 4.1082, 4.2818, 1.3933
Si, 1.4149, 6.8489, 1.8597
Si, 4.0967, 9.5946, 1.7814
Si, 1.5016, 12.2954, 1.3051
Si, 3.9378, 14.9315, 1.6003
Si, 1.3857, 17.7043, 1.2555
Si, 4.0174, 20.6299, 1.5494
Si, 1.46, 23.2992, 1.3827
Si, 4.1226, 26.1061, 1.7147
Si, 1.5167, 28.6772, 1.3302
Si, 4.2636, 31.3219, 1.2156
Si, 7.1178, 1.2798, 1.0337
Si, 9.4457, 4.1508, 1.4485
Si, 6.7531, 6.8562, 1.5662
Si, 9.7156, 9.4572, 1.6458
Si, 6.8377, 12.3417, 1.5385
Si, 9.7071, 14.9788, 1.5163
Si, 6.6329, 17.5477, 1.3696
Si, 9.5815, 20.3699, 1.2897
Si, 6.805, 23.4576, 1.3621
Si, 9.4849, 26.1874, 1.1374
Si, 6.9628, 28.7382, 1.5233
Si, 9.6795, 31.3363, 1.1689
Si, 12.3116, 1.4057, 1.3174
Si, 15.0215, 4.0232, 1.4931
Si, 12.8676, 7.0016, 1.4429
Si, 15.3321, 9.4739, 1.3878
Si, 12.362, 12.2031, 1.5008
Si, 15.0117, 14.8363, 1.1405
Si, 12.2859, 17.6878, 1.2538
Si, 14.978, 20.4126, 1.2018
Si, 12.2469, 23.2333, 1.2047
Si, 15.1465, 26.0091, 1.407
Si, 12.2759, 28.7105, 1.4898
Si, 15.2106, 31.6681, 1.1917
Si, 0.0626, 2.6052, 2.6784
Si, 2.8042, 0.0301, 2.4421
Si, 0.0433, 8.2398, 3.055
Si, 2.8447, 5.4419, 3.0158
Si, 16.3912, 13.5852, 2.6541
Si, 2.7473, 11.051, 2.9406
Si, 16.3206, 19.0463, 2.5904
Si, 2.6547, 16.4314, 2.8375
Si, 0.0715, 24.6285, 2.7773
Si, 2.6595, 21.9586, 2.86
Si, 0.1328, 30.2062, 2.5736
Si, 2.7196, 27.4463, 2.9373
Si, 5.6486, 2.7232, 2.4758
Si, 8.3456, 32.7913, 2.6061
Si, 5.4912, 8.196, 3.03
Si, 8.1099, 5.4162, 2.8725
Si, 5.4547, 13.6734, 2.8721
Si, 8.2535, 10.9153, 2.9008
Si, 5.4055, 19.094, 2.7668
Si, 8.2114, 16.3703, 2.7182
Si, 5.4695, 24.6583, 2.8917
Si, 8.2051, 21.8875, 2.5799
Si, 5.5535, 30.1175, 2.7815
Si, 8.3028, 27.3772, 2.7975
Si, 10.8994, 2.7064, 2.7205
Si, 13.7908, 0.099, 2.6658
Si, 11.1736, 8.0894, 2.8344
Si, 13.844, 5.4679, 2.9208
Si, 11.0285, 13.6067, 2.8847
Si, 13.7889, 10.7983, 2.7408
Si, 10.8956, 19.0133, 2.6906
Si, 13.7445, 16.3485, 2.5899
Si, 10.8814, 24.7007, 2.5184
Si, 13.6273, 21.8298, 2.6169
Si, 10.9266, 30.0934, 2.7575
Si, 13.7193, 27.3618, 2.7279
Si, 1.3828, 3.9983, 4.1541
Si, 4.1945, 1.3726, 3.8877
Si, 1.426, 9.646, 4.3109
Si, 4.1459, 6.8251, 4.3745
Si, 1.2956, 14.99, 4.132
Si, 4.1447, 12.3409, 4.2934
Si, 1.275, 20.4594, 4.0371
Si, 4.0544, 17.7735, 4.212
Si, 1.3756, 25.9963, 4.213
Si, 4.0953, 23.2522, 4.2054
Si, 1.4851, 31.524, 3.9885
Si, 4.1732, 28.7878, 4.1906
Si, 6.7756, 4.0156, 4.1489
Si, 9.6095, 1.3212, 4.1153
Si, 6.8942, 9.5827, 4.3198
Si, 9.6244, 6.786, 4.1493
Si, 6.863, 15.0501, 4.1564
Si, 9.6206, 12.2858, 4.268
Si, 6.8498, 20.513, 4.0617
Si, 9.5465, 17.726, 4.119
Si, 6.8981, 26.0215, 4.1654
Si, 9.5922, 23.2682, 3.9732
Si, 6.9433, 31.5062, 4.0768
Si, 9.6209, 28.7447, 4.1793
Si, 12.3158, 4.0823, 4.131
Si, 15.1004, 1.3669, 4.1431
Si, 12.4012, 9.5346, 4.2082
Si, 15.1095, 6.8111, 4.3541
Si, 12.4059, 15.0531, 4.1202
Si, 15.073, 12.2506, 4.1178
Si, 12.2757, 20.4493, 4.0247
Si, 15.0303, 17.7235, 4.0492
Si, 12.3048, 25.9604, 4.0092
Si, 15.0159, 23.2138, 4.0466
Si, 12.3747, 31.4912, 4.0303
Si, 15.1241, 28.7998, 3.9967
Si, 16.3998, 32.7768, 16.4813
Si, 2.7244, 2.7102, 16.4889
Si, 16.3923, 5.4577, 16.4846
Si, 2.7096, 8.1718, 16.471
Si, 16.3684, 10.9041, 16.4468
Si, 2.7052, 13.6667, 16.4056
Si, 16.3914, 16.4422, 16.3754
Si, 2.7285, 19.2073, 16.3789
Si, 0.0085, 21.9109, 16.3902
Si, 2.7249, 24.6169, 16.4251
Si, 0.0048, 27.315, 16.4477
Si, 2.7362, 30.0421, 16.4768
Si, 5.4733, 32.7818, 16.492
Si, 8.2003, 2.7108, 16.501
Si, 5.4562, 5.4416, 16.4924
Si, 8.1865, 8.1593, 16.4674
Si, 5.4392, 10.8935, 16.4423
Si, 8.1913, 13.6601, 16.4032
Si, 5.4436, 16.4371, 16.38
Si, 8.1928, 19.1962, 16.3723
Si, 5.4482, 21.9279, 16.3898
Si, 8.1892, 24.6297, 16.4227
Si, 5.4568, 27.3265, 16.4372
Si, 8.1923, 30.0366, 16.4593
Si, 10.9362, 32.7798, 16.4753
Si, 13.6661, 2.7245, 16.4886
Si, 10.9287, 5.446, 16.5054
Si, 13.6447, 8.1751, 16.4809
Si, 10.9166, 10.9032, 16.4356
Si, 13.6584, 13.6697, 16.3994
Si, 10.931, 16.4284, 16.3728
Si, 13.6803, 19.192, 16.3783
Si, 10.9419, 21.9209, 16.386
Si, 13.6822, 24.6164, 16.4179
Si, 10.931, 27.3315, 16.444
Si, 13.6654, 30.0369, 16.4705
Si, 1.3493, 1.3492, 17.8557
Si, 4.0723, 4.0896, 17.8634
Si, 1.3345, 6.833, 17.8645
Si, 4.072, 9.5309, 17.8376
Si, 1.3394, 12.2898, 17.7756
Si, 4.0644, 15.0691, 17.735
Si, 1.3416, 17.8442, 17.714
Si, 4.0655, 20.5943, 17.7613
Si, 1.3601, 23.2493, 17.7948
Si, 4.0831, 25.9726, 17.8084
Si, 1.3682, 28.6576, 17.8384
Si, 4.1039, 31.4063, 17.8534
Si, 6.8315, 1.3459, 17.8756
Si, 9.5522, 4.0878, 17.8816
Si, 6.8241, 6.8062, 17.8635
Si, 9.5633, 9.5221, 17.8176
Si, 6.8269, 12.2727, 17.7594
Si, 9.574, 15.0462, 17.7277
Si, 6.7961, 17.8454, 17.7116
Si, 9.5601, 20.5702, 17.7328
Si, 6.7958, 23.2828, 17.7819
Si, 9.5572, 25.9746, 17.8127
Si, 6.8219, 28.6639, 17.8264
Si, 9.5658, 31.3945, 17.8218
Si, 12.2904, 1.3565, 17.844
Si, 15.0173, 4.1097, 17.8596
Si, 12.2854, 6.8237, 17.8849
Si, 15.0005, 9.5489, 17.8482
Si, 12.2961, 12.2882, 17.7607
Si, 15.0258, 15.0655, 17.7294
Si, 12.2963, 17.8218, 17.7065
Si, 15.045, 20.5588, 17.7539
Si, 12.3068, 23.2626, 17.7777
Si, 15.0584, 25.9345, 17.8205
Si, 12.2982, 28.6643, 17.8414
Si, 15.037, 31.3948, 17.8391
Si, 16.3813, 2.7372, 19.2123
Si, 2.7231, 32.7789, 19.2101
Si, 16.352, 8.1858, 19.2471
Si, 2.6898, 5.4546, 19.2333
Si, 16.366, 13.6839, 19.0971
Si, 2.6648, 10.9019, 19.1653
Si, 0.019, 19.2115, 19.1152
Si, 2.6951, 16.4806, 19.0607
Si, 0.0101, 24.5648, 19.2149
Si, 2.7169, 21.9248, 19.1993
Si, 16.397, 30.0096, 19.2059
Si, 2.7106, 27.2755, 19.2237
Si, 5.4534, 2.7369, 19.2322
Si, 8.2138, 32.7493, 19.2044
Si, 5.4315, 8.1558, 19.2229
Si, 8.1858, 5.4579, 19.2658
Si, 5.4228, 13.6552, 19.0536
Si, 8.1745, 10.888, 19.14
Si, 5.4435, 19.2307, 19.0872
Si, 8.1909, 16.4654, 19.0054
Si, 5.4237, 24.6148, 19.192
Si, 8.1858, 21.92, 19.1095
Si, 5.4535, 30.0044, 19.2123
Si, 8.1649, 27.2907, 19.2114
Si, 10.9346, 2.7224, 19.2348
Si, 13.6582, 32.7734, 19.1786
Si, 10.8978, 8.1832, 19.2572
Si, 13.6702, 5.477, 19.2639
Si, 10.9383, 13.6689, 19.0961
Si, 13.607, 10.9288, 19.1847
Si, 10.957, 19.2145, 19.0604
Si, 13.6641, 16.4632, 19.0587
Si, 10.9398, 24.6099, 19.1613
Si, 13.6941, 21.9154, 19.1386
Si, 10.9059, 30.0205, 19.2029
Si, 13.6754, 27.2721, 19.1889
Si, 1.2983, 4.1231, 20.6154
Si, 4.0586, 1.3782, 20.5744
Si, 1.2856, 9.5857, 20.6035
Si, 4.0643, 6.7885, 20.6165
Si, 1.3274, 15.1028, 20.3987
Si, 4.0742, 12.2863, 20.4484
Si, 1.3546, 20.544, 20.5655
Si, 4.0216, 17.899, 20.4101
Si, 1.3947, 25.8673, 20.6237
Si, 4.0437, 23.3089, 20.6086
Si, 1.3696, 31.3768, 20.567
Si, 4.0667, 28.6437, 20.5894
Si, 6.7954, 4.1085, 20.6378
Si, 9.5859, 1.3084, 20.5753
Si, 6.8086, 9.5428, 20.5507
Si, 9.5414, 6.8192, 20.6726
Si, 6.8101, 15.0809, 20.2994
Si, 9.588, 12.2529, 20.4397
Si, 6.8103, 20.5817, 20.4743
Si, 9.5382, 17.8604, 20.3513
Si, 6.7913, 25.9271, 20.6001
Si, 9.5338, 23.2717, 20.4966
Si, 6.8511, 31.3584, 20.5586
Si, 9.5402, 28.6403, 20.5816
Si, 12.2921, 4.1075, 20.6148
Si, 14.9983, 1.3593, 20.5383
Si, 12.2542, 9.5803, 20.6198
Si, 15.0095, 6.8434, 20.6882
Si, 12.3071, 15.0871, 20.4085
Si, 14.9786, 12.3477, 20.4852
Si, 12.33, 20.5413, 20.4644
Si, 15.016, 17.8483, 20.4167
Si, 12.3361, 25.895, 20.5754
Si, 15.0395, 23.2124, 20.5972
Si, 12.2943, 31.3978, 20.534
Si, 15.0524, 28.6009, 20.5651
Si, 0.0011, 0.0085, 21.8364
Si, 2.7091, 2.7954, 21.9599
Si, 16.3062, 5.4029, 22.0815
Si, 2.6283, 8.1441, 21.9305
Si, 16.2889, 11.0125, 21.9141
Si, 2.7623, 13.7766, 21.7035
Si, 16.3208, 16.4385, 21.7512
Si, 2.7329, 19.2058, 21.947
Si, 16.383, 21.8448, 22.0249
Si, 2.7018, 24.5626, 22.1491
Si, 16.3883, 27.1865, 21.9562
Si, 2.6875, 29.9763, 21.9699
Si, 5.4427, 32.7475, 21.8345
Si, 8.1917, 2.6693, 21.9016
Si, 5.3992, 5.4368, 22.0815
Si, 8.1017, 8.182, 22.02
Si, 5.3988, 10.912, 21.8576
Si, 8.1712, 13.6924, 21.5926
Si, 5.463, 16.4986, 21.5823
Si, 8.2157, 19.2037, 21.7625
Si, 5.4845, 21.9722, 21.8849
Si, 8.1594, 24.5436, 21.9625
Si, 5.3766, 27.2464, 21.9913
Si, 8.1768, 29.9864, 21.9879
Si, 11.0036, 32.7819, 21.9563
Si, 13.6166, 2.6757, 21.9545
Si, 10.9932, 5.4938, 22.0495
Si, 13.6407, 8.2684, 22.0453
Si, 10.8672, 10.9572, 21.9697
Si, 13.6683, 13.7882, 21.8361
Si, 10.9103, 16.4982, 21.6541
Si, 13.7347, 19.2216, 21.8331
Si, 10.9488, 21.9174, 21.7825
Si, 13.6889, 24.5398, 22.0207
Si, 10.9268, 27.2423, 21.9085
Si, 13.6283, 29.9669, 21.844
Si, 1.2525, 1.461, 23.2262
Si, 4.0414, 4.0425, 23.5061
Si, 1.3367, 6.7773, 23.4127
Si, 3.9981, 9.5298, 23.2712
Si, 1.2657, 12.5857, 23.0548
Si, 4.2055, 15.148, 22.9857
Si, 1.2857, 17.7136, 23.147
Si, 4.1437, 20.6818, 23.2911
Si, 1.2768, 23.1508, 23.5493
Si, 4.1051, 25.9459, 23.5728
Si, 1.373, 28.4714, 23.3455
Si, 4.0444, 31.4629, 23.2264
Si, 6.7742, 1.2849, 23.2156
Si, 9.6672, 3.9349, 23.2603
Si, 6.7069, 6.8583, 23.4775
Si, 9.4497, 9.5596, 23.3958
Si, 6.7998, 12.4373, 23.0091
Si, 9.4564, 15.1357, 22.8891
Si, 6.762, 17.8223, 22.9873
Si, 9.5797, 20.5927, 23.1262
Si, 6.8041, 23.2185, 23.4202
Si, 9.5832, 25.8725, 23.3017
Si, 6.7164, 28.599, 23.3765
Si, 9.6841, 31.3476, 23.284
Si, 12.3723, 1.3159, 23.4404
Si, 14.853, 3.9793, 23.4549
Si, 12.3102, 6.9295, 23.5267
Si, 14.9059, 9.7465, 23.4502
Si, 12.2021, 12.5325, 23.1819
Si, 14.9881, 15.1876, 23.2648
Si, 12.2669, 17.8526, 23.0241
Si, 15.0468, 20.4449, 23.4351
Si, 12.2697, 23.1259, 23.3164
Si, 15.0979, 25.8528, 23.4553
Si, 12.3403, 28.5593, 23.2598
Si, 15.0407, 31.3695, 23.0709
Si, 16.3152, 2.6597, 24.7982
Si, 2.6055, 0.0885, 24.4586
Si, 0.0318, 8.3066, 24.7056
Si, 2.6571, 5.4352, 24.9752
Si, 0.1402, 13.967, 24.6365
Si, 2.7485, 11.2698, 24.1938
Si, 0.0603, 18.9561, 24.7306
Si, 2.8454, 16.4233, 24.3465
Si, 16.3093, 24.4734, 25.0506
Si, 2.6762, 21.7671, 24.8853
Si, 16.3038, 29.9395, 24.3439
Si, 2.6294, 27.2209, 25.0137
Si, 5.3734, 2.461, 24.747
Si, 8.2786, 32.8023, 24.4483
Si, 5.214, 8.2264, 24.9659
Si, 8.1988, 5.245, 24.4765
Si, 5.6239, 13.9033, 24.3872
Si, 8.0162, 11.117, 24.4963
Si, 5.5874, 19.2347, 24.4119
Si, 8.0905, 16.3917, 24.243
Si, 5.6026, 24.6769, 24.975
Si, 8.2544, 21.7688, 24.6602
Si, 5.2819, 30.0883, 24.6536
Si, 8.1904, 27.22, 24.6452
Si, 11.0068, 2.6945, 24.908
Si, 13.8595, 32.6546, 24.5979
Si, 10.6956, 8.131, 24.9075
Si, 13.5488, 5.3901, 24.9506
Si, 10.7079, 13.8937, 24.3703
Si, 13.4932, 11.3558, 24.7263
Si, 10.9397, 19.1899, 24.3456
Si, 13.3867, 16.4664, 24.4971
Si, 10.9095, 24.4712, 24.6814
Si, 13.5293, 21.7435, 24.7831
Si, 11.0596, 29.9433, 24.6557
Si, 13.6763, 27.2447, 24.6927
Si, 0.7812, 4.4835, 26.0771
Si, 3.7638, 1.2259, 26.2006
Si, 1.4114, 10.609, 25.9241
Si, 3.935, 6.7219, 26.6763
Si, 2.1175, 14.8211, 25.9472
Si, 4.1638, 12.5111, 25.4824
Si, 1.9748, 19.6922, 25.8376
Si, 3.8121, 18.2155, 25.4713
Si, 1.4596, 25.5929, 26.5123
Si, 3.4832, 23.1176, 26.6921
Si, 1.2414, 31.3787, 25.5056
Si, 3.4617, 29.2421, 26.0132
Si, 7.2026, 3.514, 25.7655
Si, 9.4087, 1.3396, 26.0276
Si, 6.2489, 10.2237, 25.815
Si, 9.8402, 6.0698, 25.9081
Si, 7.1998, 14.9415, 25.9063
Si, 9.3708, 12.6185, 25.7575
Si, 7.3625, 19.9205, 25.8915
Si, 9.5055, 17.7539, 25.3943
Si, 7.2998, 25.7339, 26.2608
Si, 9.3733, 23.2657, 26.0772
Si, 7.0218, 31.3088, 25.6811
Si, 9.2373, 28.9345, 25.7893
Si, 11.6831, 4.6542, 26.1946
Si, 15.5088, 0.7228, 26.0823
Si, 11.8791, 10.6809, 26.367
Si, 15.337, 6.1081, 26.4433
Si, 11.5945, 15.562, 25.7723
Si, 15.305, 12.4554, 25.887
Si, 12.2794, 20.0775, 26.0609
Si, 14.222, 17.5884, 26.3722
Si, 12.3364, 25.7867, 25.9713
Si, 14.4227, 23.3743, 26.2426
Si, 12.7307, 31.0959, 25.8938
Si, 14.8554, 28.9284, 25.8811
Si, 1.9057, 3.7262, 31.3923
Si, 7.1842, 5.2617, 35.1121
Si, 14.864, 8.5008, 30.7613
Si, 3.4583, 8.4743, 36.1724
Si, 4.6713, 8.4401, 30.3327
Si, 2.8139, 16.0987, 28.7684
Si, 2.1746, 15.1708, 31.4721
Si, 1.9151, 19.2072, 28.9659
Si, 0.2905, 20.1871, 31.37
Si, 14.9723, 31.8356, 31.2421
Si, 16.3276, 28.8818, 31.1749
Si, 4.2099, 29.6783, 28.9852
Si, 1.9375, 2.7422, 28.433
Si, 9.6152, 29.3451, 28.6854
Si, 5.4545, 32.3054, 27.9547
Si, 13.2039, 10.8342, 29.2205
Si, 6.7151, 9.6982, 28.7086
Si, 9.9333, 8.233, 31.9747
Si, 6.6729, 19.6771, 28.8935
Si, 4.1304, 21.3739, 29.3737
Si, 7.1932, 25.4855, 33.9275
Si, 2.8395, 29.6878, 31.4439
Si, 16.0041, 27.3694, 28.3055
Si, 9.6797, 30.5931, 32.5984
Si, 15.7356, 1.2861, 29.031
Si, 11.6869, 5.2789, 29.4077
Si, 1.6856, 10.859, 28.8974
Si, 0.5672, 10.157, 32.667
Si, 15.7887, 15.0913, 31.1637
Si, 0.4875, 13.251, 33.0897
Si, 11.8336, 17.7979, 30.521
Si, 10.7737, 21.6838, 28.3636
Si, 13.5444, 22.7729, 28.9828
Si, 10.8864, 32.2161, 28.0745
Si, 10.94, 26.7798, 28.6503
Si, 2.1042, 7.7653, 29.0011
Si, 4.4381, 5.986, 34.7769
Si, 7.2298, 2.915, 33.2428
Si, 0.4786, 16.9568, 36.905
Si, 4.0132, 16.3916, 33.5715
Si, 2.3257, 21.233, 33.4561
Si, 5.5295, 16.9221, 27.8989
Si, 14.1445, 24.144, 33.6968
Si, 4.3282, 25.8592, 33.242
Si, 2.1219, 31.0998, 33.9045
Si, 4.159, 0.2296, 37.6
Si, 10.8964, 1.6528, 32.3554
Si, 11.9213, 32.0307, 30.9823
Si, 5.995, 4.9096, 28.3967
Si, 12.6481, 6.7948, 31.6574
Si, 7.5805, 11.2629, 30.9694
Si, 10.6073, 12.794, 35.3283
Si, 4.521, 11.0375, 35.1345
Si, 9.4308, 19.8664, 30.5838
Si, 8.3767, 22.797, 33.5131
Si, 7.968, 26.069, 29.2083
Si, 9.6402, 26.8532, 35.2718
Si, 8.6315, 2.7602, 30.6583
Si, 14.2751, 26.958, 32.3809
Si, 2.697, 3.6579, 35.48
Si, 8.814, 5.2945, 28.8858
Si, 15.4166, 3.6091, 30.8676
Si, 15.5121, 12.8038, 28.9876
Si, 12.8439, 15.9291, 28.4218
Si, 12.9762, 17.389, 34.7317
Si, 14.1088, 19.0155, 32.3321
Si, 8.2564, 20.0107, 33.5967
Si, 12.9772, 15.3422, 31.2696
Si, 1.7671, 5.7431, 33.5775
Si, 5.8309, 2.0649, 29.7335
Si, 0.5786, 8.1527, 35.1146
Si, 2.6317, 18.588, 35.2047
Si, 4.2473, 13.8686, 35.0087
Si, 11.9765, 19.5296, 36.1576
Si, 14.6185, 29.5708, 35.5379
Si, 3.5484, 24.3109, 37.8299
Si, 4.4569, 2.2105, 32.3374
Si, 15.531, 32.2086, 34.2661
Si, 3.3664, 10.9491, 31.3604
Si, 8.666, 0.2582, 33.7876
Si, 10.835, 4.7908, 37.8983
Si, 5.5677, 12.3529, 32.9088
Si, 5.2264, 10.0852, 37.8084
Si, 4.3744, 22.9845, 31.9678
Si, 9.9035, 21.5236, 35.4734
Si, 1.1481, 28.932, 35.6212
Si, 4.8805, 28.4636, 31.4451
Si, 9.5019, 6.8547, 35.9701
Si, 7.8637, 28.7544, 30.9907
Si, 7.377, 8.3024, 30.9907
Si, 15.6919, 6.5524, 29.5462
Si, 10.7988, 10.3622, 33.6317
Si, 8.9615, 15.309, 35.6012
Si, 12.9682, 14.4012, 34.1227
Si, 13.7051, 25.7908, 29.5186
Si, 14.2755, 21.81, 31.7045
Si, 12.0119, 25.1631, 35.5687
Si, 12.322, 27.8194, 34.3737
Si, 3.7523, 0.7685, 34.8398
Si, 15.118, 11.8782, 37.9737
Si, 6.141, 4.5787, 38.0886
Si, 4.5681, 14.3461, 38.1696
Si, 1.2986, 22.1549, 37.6124
Si, 14.2144, 18.3855, 37.2579
Si, 2.2799, 25.9999, 35.5449
Si, 3.4641, 20.0613, 37.5466
Si, 3.3327, 3.0719, 38.2213
Si, 1.9878, 30.7886, 38.0253
Si, 12.6998, 3.9174, 31.8924
Si, 11.9175, 0.165, 37.2103
Si, 10.4261, 10.87, 37.6351
Si, 14.5504, 8.9295, 37.0837
Si, 7.3968, 14.6791, 38.1142
Si, 10.5912, 10.8286, 30.8309
Si, 5.5906, 22.1425, 38.2512
Si, 8.7133, 22.7554, 38.1555
Si, 6.8989, 17.3136, 34.5385
Si, 7.2782, 24.1281, 31.3888
Si, 12.853, 25.8651, 38.3302
Si, 12.8251, 2.8522, 37.307
Si, 14.8438, 0.9233, 36.8874
Si, 8.142, 8.9551, 37.846
Si, 11.841, 8.7417, 35.6947
Si, 15.7873, 14.1263, 35.7226
Si, 7.2429, 17.712, 37.5896
Si, 10.2278, 17.3587, 37.5232
Si, 9.4865, 28.834, 37.706
Si, 0.5028, 23.3659, 35.0232
Si, 9.9747, 31.2202, 35.5612
Si, 14.6701, 28.3437, 38.3203
O, 15.8255, 0.822, 38.2165
O, 0.9773, 31.6501, 38.982
O, 8.231, 1.8173, 40.1315
O, 2.7906, 2.0756, 35.0829
O, 15.6991, 6.5417, 39.7811
O, 1.2382, 4.6066, 39.9164
O, 3.7412, 7.2581, 39.9986
O, 1.6548, 9.3239, 39.8659
O, 16.2121, 15.5842, 36.3178
O, 16.3384, 11.2613, 38.9002
O, 3.34, 13.5416, 38.886
O, 13.5598, 19.7463, 36.5813
O, 13.8012, 18.4133, 38.8378
O, 13.6293, 17.2062, 36.2377
O, 3.6192, 18.8395, 36.4797
O, 15.8113, 18.1629, 37.2025
O, 0.2715, 22.5825, 36.4336
O, 0.5299, 21.5478, 38.9022
O, 3.7755, 24.8607, 39.3421
O, 1.4428, 25.9991, 39.8127
O, 1.632, 27.4261, 36.0157
O, 16.0932, 27.6371, 38.7542
O, 2.677, 29.6058, 38.8682
O, 8.2254, 3.5079, 32.0731
O, 5.344, 0.0851, 38.6829
O, 9.99, 3.6042, 38.6968
O, 7.3773, 3.9459, 38.9225
O, 5.5751, 5.8466, 38.93
O, 9.791, 5.6773, 37.0488
O, 8.8561, 10.4374, 37.837
O, 8.5401, 8.0709, 39.1687
O, 5.0919, 10.919, 39.1901
O, 6.9433, 9.6243, 0.1617
O, 8.5408, 14.0883, 39.08
O, 9.6784, 14.0517, 34.8746
O, 4.5388, 15.8703, 38.8007
O, 6.0785, 13.8049, 38.5098
O, 8.8916, 19.385, 0.07
O, 12.1925, 20.5545, 39.5794
O, 4.9118, 20.7918, 37.6169
O, 6.6255, 20.6332, 0.2173
O, 9.8716, 22.1409, 39.1476
O, 8.4326, 24.2978, 38.7093
O, 4.5837, 28.2624, 39.7941
O, 6.6149, 26.1816, 39.7049
O, 8.2506, 29.1574, 38.7268
O, 6.9611, 31.1843, 39.6875
O, 11.3044, 32.0075, 36.0588
O, 11.0816, 0.0078, 38.6104
O, 13.1833, 2.861, 38.9038
O, 14.2746, 2.4605, 36.6353
O, 11.5999, 5.7775, 38.9478
O, 10.292, 5.4925, 0.8904
O, 15.7776, 8.2832, 36.2067
O, 14.4271, 8.4362, 38.6378
O, 9.4849, 12.0806, 40.2715
O, 11.2612, 10.7483, 39.0338
O, 14.0301, 12.6286, 38.9659
O, 12.3051, 14.7331, 39.657
O, 8.1723, 16.2722, 34.5352
O, 8.8036, 18.1095, 37.4165
O, 10.5529, 16.6633, 38.9528
O, 6.7058, 18.8198, 38.6366
O, 6.5281, 17.6675, 36.1081
O, 13.9768, 24.9012, 38.9472
O, 15.1774, 23.1027, 40.0202
O, 10.7238, 28.5474, 38.7535
O, 11.7642, 26.232, 39.4846
O, 14.2625, 29.1377, 39.6605
O, 12.5577, 31.2564, 39.8421
O, 4.9239, 3.4766, 37.968
O, 1.1612, 3.9012, 27.5952
O, 4.3257, 32.585, 26.8034
O, 5.6629, 0.9812, 28.561
O, 16.2468, 11.092, 26.0591
O, 2.1561, 10.9518, 27.344
O, 4.7905, 5.916, 27.9076
O, 1.6944, 5.2477, 32.0109
O, 2.488, 14.9479, 29.8942
O, 2.0505, 15.6625, 27.3829
O, 3.1855, 13.5745, 26.3579
O, 5.1236, 11.3994, 26.3268
O, 0.6388, 19.6487, 29.8754
O, 1.566, 19.6828, 27.4528
O, 4.5656, 17.6902, 26.8434
O, 6.585, 15.8874, 27.1597
O, 15.8625, 30.4626, 31.1401
O, 2.4262, 24.3472, 27.0942
O, 3.8561, 22.1491, 27.9597
O, 4.8936, 23.7653, 26.1848
O, 2.2279, 30.3347, 26.3633
O, 0.2475, 32.3388, 26.453
O, 4.0637, 29.01, 27.5212
O, 2.8426, 30.0704, 29.8268
O, 8.2477, 2.4284, 26.5208
O, 6.5723, 4.3145, 27.0283
O, 9.9109, 0.5568, 27.425
O, 9.9409, 1.8663, 31.0377
O, 13.9215, 9.4975, 29.84
O, 7.1221, 9.8457, 27.1693
O, 11.3381, 9.1413, 26.1061
O, 9.0376, 5.8266, 27.3647
O, 8.2984, 13.7678, 26.5033
O, 11.7002, 11.2272, 29.7438
O, 10.5635, 11.7348, 26.6008
O, 5.6261, 20.7282, 29.5962
O, 6.8257, 20.3282, 27.3995
O, 8.4879, 18.7303, 26.3159
O, 10.4699, 16.7137, 26.2958
O, 7.1005, 26.3263, 27.8301
O, 1.4751, 28.7927, 31.6845
O, 9.6322, 22.4911, 27.5211
O, 8.336, 24.4736, 26.4812
O, 8.1809, 30.1743, 25.8576
O, 6.8294, 31.8603, 27.2226
O, 10.7652, 28.3122, 29.2825
O, 8.3588, 29.6603, 29.6977
O, 11.9764, 4.8013, 27.8762
O, 15.0031, 6.2564, 28.0741
O, 15.1348, 2.7145, 29.5396
O, 14.9499, 1.0232, 27.6202
O, 14.1799, 12.086, 29.5854
O, 12.9403, 10.6231, 27.6244
O, 15.5392, 7.6697, 25.9533
O, 1.273, 9.0116, 25.5783
O, 12.1163, 15.0421, 27.2655
O, 14.4789, 16.0542, 31.2893
O, 15.2173, 13.1318, 27.413
O, 2.8581, 11.4211, 29.8845
O, 11.3789, 20.5076, 27.3907
O, 13.33, 18.9472, 26.6636
O, 14.1944, 16.5918, 27.7081
O, 12.9087, 14.8592, 29.6925
O, 9.2104, 28.4594, 27.3739
O, 13.3298, 24.6049, 26.6382
O, 14.5234, 22.4952, 27.6825
O, 13.6661, 21.6894, 30.1958
O, 12.1811, 32.0458, 27.1163
O, 13.7758, 29.9891, 26.5999
O, 15.8528, 28.4483, 27.102
O, 16.2597, 28.158, 29.711
O, 3.2807, 6.3918, 33.6922
O, 5.6898, 3.1944, 32.7572
O, 7.5062, 3.7512, 34.5994
O, 6.7068, 5.1443, 36.6652
O, 14.1958, 3.2733, 31.8934
O, 2.3921, 3.5108, 29.8345
O, 3.715, 9.6274, 35.0215
O, 4.3464, 7.1206, 35.9513
O, 5.4775, 13.682, 33.893
O, 4.4252, 9.722, 31.2962
O, 5.6257, 11.0674, 33.9288
O, 3.5345, 12.3715, 35.0171
O, 1.8591, 13.7752, 32.3136
O, 1.6828, 20.4933, 32.1501
O, 15.7545, 18.0313, 25.9798
O, 2.2536, 17.6071, 29.1245
O, 12.0653, 17.2638, 28.9972
O, 15.8889, 21.6156, 31.475
O, 0.8249, 26.3471, 27.8618
O, 14.9862, 32.5311, 32.7484
O, 14.225, 26.3965, 30.8998
O, 13.1658, 29.0505, 34.9999
O, 2.6993, 31.0389, 32.3745
O, 2.9825, 32.1572, 34.7577
O, 3.1513, 2.139, 27.4874
O, 5.0432, 31.0985, 28.9647
O, 11.4097, 32.6107, 29.5549
O, 11.9833, 0.4967, 31.9994
O, 5.5265, 3.6248, 29.3199
O, 12.6124, 6.4992, 30.028
O, 9.7079, 9.1873, 33.2919
O, 16.03, 9.3546, 31.5918
O, 5.9777, 5.9651, 34.2386
O, 8.5432, 7.4023, 31.6921
O, 10.269, 9.2215, 30.7071
O, 7.3942, 9.7954, 31.7027
O, 8.0185, 19.6367, 29.8145
O, 6.2416, 18.0897, 28.804
O, 3.189, 20.0613, 29.4947
O, 3.7923, 22.4895, 30.5251
O, 7.8217, 27.2483, 30.3462
O, 8.5617, 23.2531, 31.9415
O, 4.6529, 26.9805, 32.0978
O, 4.9275, 28.4364, 29.7879
O, 8.6328, 31.8802, 32.6299
O, 7.6551, 23.9813, 34.3896
O, 14.5838, 26.5477, 28.3658
O, 10.1551, 30.7703, 28.1656
O, 0.4089, 3.0746, 31.5506
O, 15.5082, 0.102, 30.1366
O, 8.9038, 3.7065, 29.3573
O, 10.1549, 5.8623, 29.6522
O, 1.4578, 9.2599, 29.1794
O, 0.9146, 6.7151, 29.3037
O, 7.2313, 5.6859, 29.1953
O, 0.0909, 11.694, 32.884
O, 15.6566, 14.045, 32.3995
O, 15.841, 14.2048, 29.7781
O, 12.1005, 13.212, 34.8239
O, 10.0635, 11.4685, 34.5553
O, 13.099, 18.6684, 31.0868
O, 0.7329, 15.9929, 31.4276
O, 10.1885, 21.09, 29.7865
O, 11.9606, 22.7709, 28.6057
O, 14.5928, 25.6774, 33.3416
O, 15.7099, 19.0198, 31.9811
O, 9.5603, 25.9374, 28.8622
O, 11.4635, 26.6784, 27.0897
O, 12.1696, 24.9456, 37.1638
O, 7.4444, 24.6379, 29.8564
O, 0.9464, 1.4861, 28.7918
O, 3.034, 3.0056, 32.3361
O, 0.6477, 6.8324, 34.1037
O, 4.1241, 4.4491, 35.2569
O, 3.9029, 9.1356, 37.5946
O, 7.7326, 8.6145, 29.4124
O, 3.4204, 15.1699, 34.4877
O, 3.3457, 17.7964, 33.9913
O, 15.7953, 15.566, 40.102
O, 4.5535, 14.2886, 36.5439
O, 5.2788, 11.1553, 36.5706
O, 13.8758, 23.2429, 32.3647
O, 1.4349, 22.4923, 34.0039
O, 4.457, 16.0614, 28.7765
O, 14.6055, 31.0737, 34.9516
O, 11.8501, 18.59, 34.8034
O, 2.1705, 29.5702, 34.4967
O, 3.8979, 24.465, 32.4854
O, 0.6096, 31.6412, 33.9907
O, 4.7757, 0.5933, 36.1103
O, 4.7346, 1.6196, 30.8558
O, 7.3465, 1.8262, 30.3006
O, 10.8918, 30.8776, 31.5316
O, 12.0403, 4.2307, 36.923
O, 10.3068, 30.5114, 34.1131
O, 11.7052, 2.9972, 32.7962
O, 8.6638, 8.0949, 36.5769
O, 12.0358, 4, 30.3869
O, 6.8408, 11.1395, 29.5078
O, 2.7609, 7.5302, 27.5159
O, 6.8768, 12.3867, 31.9322
O, 1.1782, 16.5641, 38.3309
O, 11.2999, 11.1083, 32.2805
O, 9.1659, 11.6371, 30.7423
O, 4.22, 17.902, 40.276
O, 9.1191, 20.0427, 32.1916
O, 7.3246, 18.6745, 33.7138
O, 7.4352, 21.4393, 33.6028
O, 5.9892, 23.1611, 31.7018
O, 7.2489, 25.4905, 32.2964
O, 15.4272, 28.112, 32.3131
O, 3.0726, 26.3159, 34.16
O, 5.6164, 25.7385, 34.2722
O, 6.4223, 29.0313, 31.7469
O, 8.9506, 29.1896, 32.163
O, 13.425, 31.4151, 30.8965
O, 12.1102, 26.0498, 29.4971
O, 1.5923, 4.4328, 34.5647
O, 15.4554, 5.2058, 30.4934
O, 11.1973, 7.2726, 32.2159
O, 13.8408, 7.867, 31.9139
O, 1.8913, 8.0965, 36.0837
O, 0.3494, 11.745, 29.1753
O, 3.4479, 16.0183, 32.0757
O, 0.5483, 13.6113, 34.6817
O, 14.4148, 14.2947, 34.8561
O, 12.8865, 14.2297, 32.4729
O, 12.389, 15.9182, 34.3676
O, 10.1297, 16.1491, 36.3999
O, 13.992, 17.9499, 33.5728
O, 13.7322, 20.592, 32.6764
O, 11.7984, 16.4609, 31.4951
O, 14.0103, 24.2124, 29.5571
O, 14.6874, 29.4786, 37.1551
O, 12.7734, 24.0673, 34.6217
O, 4.4558, 0.9778, 33.3938
O, 2.3654, 3.7776, 37.0737
O, 3.1967, 31.7336, 37.4933
O, 3.3186, 7.5773, 30.107
O, 0.5304, 9.4383, 34.1234
O, 15.6398, 13.018, 36.9163
O, 1.4325, 17.6234, 35.7565
O, 11.0855, 9.7048, 36.7343
O, 4.1895, 12.1993, 32.0215
O, 2.2935, 20.05, 34.5744
O, 2.8236, 19.5957, 38.9629
O, 1.1442, 24.8555, 35.256
O, 15.4041, 23.4874, 34.4509
O, 4.8754, 23.4178, 37.4763
O, 2.1704, 23.4604, 38.0217
O, 15.5558, 0.5685, 35.4296
O, 3.1829, 1.4493, 38.0455
O, 3.312, 25.4583, 36.6951
O, 16.0041, 28.8141, 35.0542
O, 5.8883, 7.6092, 31.0764
O, 8.7444, 32.2971, 35.252
O, 10.0271, 1.1604, 33.6372
O, 10.9265, 7.4136, 35.3905
O, 8.5277, 6.1632, 34.8579
O, 5.2076, 9.0473, 28.8935
O, 6.541, 9.1424, 37.704
O, 7.843, 14.5875, 36.5537
O, 2.3412, 21.0927, 36.9855
O, 3.8134, 21.8595, 33.0567
O, 9.8688, 22.4698, 34.1252
O, 7.2192, 22.0855, 38.0534
O, 5.632, 16.6222, 33.7511
O, 8.1967, 26.6201, 34.5377
O, 1.161, 30.0382, 36.8316
O, 10.6794, 27.8598, 34.4557
O, 9.2806, 22.4723, 36.6395
O, 11.7352, 1.7343, 36.8071
O, 7.4356, 1.3121, 33.5742
O, 13.555, 32.7488, 37.2439
O, 9.6289, 30.1217, 36.7068
O, 12.0796, 9.6376, 34.342
O, 13.2655, 8.315, 36.2954
O, 12.8816, 5.4154, 32.5024
O, 2.1149, 10.3031, 32.1781
O, 10.5723, 12.3533, 36.9164
O, 14.5432, 10.5828, 37.1199
O, 7.1681, 16.2764, 38.3694
O, 11.276, 18.5901, 37.3014
O, 12.8349, 27.6142, 32.8307
O, 9.1583, 20.1192, 34.9833
O, 10.4125, 18.5661, 30.5348
O, 11.3784, 21.0245, 35.9492
O, 9.3223, 27.5076, 36.7437
O, 10.4045, 25.3863, 35.2955
O, 13.5769, 27.2376, 37.8347
O, 12.7871, 26.5537, 35.2613
Si, 0.0819, 32.7875, 5.4516
Si, 2.8239, 2.6498, 5.4381
Si, 0.0841, 5.3847, 5.5888
Si, 2.7562, 8.2204, 5.6448
Si, 0.0043, 10.9693, 5.6114
Si, 2.7087, 13.7034, 5.559
Si, 16.3674, 16.3873, 5.4853
Si, 2.6667, 19.1721, 5.4889
Si, 16.3675, 21.8493, 5.4416
Si, 2.748, 24.6293, 5.549
Si, 16.3937, 27.417, 5.4678
Si, 2.7655, 30.1648, 5.4675
Si, 5.5062, 0.0429, 5.4068
Si, 8.2151, 2.6882, 5.4773
Si, 5.5111, 5.3861, 5.606
Si, 8.2923, 8.1619, 5.576
Si, 5.491, 10.9446, 5.6364
Si, 8.2178, 13.6831, 5.5568
Si, 5.4756, 16.4082, 5.5239
Si, 8.2129, 19.1533, 5.4528
Si, 5.4917, 21.8554, 5.4823
Si, 8.2586, 24.6018, 5.4546
Si, 5.5195, 27.3817, 5.5202
Si, 8.2367, 30.1155, 5.4983
Si, 11.0076, 32.7958, 5.4737
Si, 13.707, 2.7291, 5.4977
Si, 10.9576, 5.4216, 5.5405
Si, 13.7012, 8.1814, 5.6339
Si, 11.0066, 10.8977, 5.5705
Si, 13.7169, 13.6481, 5.4998
Si, 10.9639, 16.3893, 5.4755
Si, 13.6667, 19.1136, 5.4229
Si, 10.9421, 21.8812, 5.3855
Si, 13.6535, 24.6032, 5.4088
Si, 11.0018, 27.3365, 5.4615
Si, 13.7247, 30.1082, 5.4105
Si, 1.4321, 1.3345, 6.8436
Si, 4.1124, 4.0193, 6.9033
Si, 1.4024, 6.7967, 6.9527
Si, 4.1329, 9.5696, 6.9892
Si, 1.3778, 12.3315, 6.9499
Si, 4.1012, 15.0595, 6.9038
Si, 1.3348, 17.7686, 6.8491
Si, 4.0851, 20.5139, 6.8408
Si, 1.3396, 23.23, 6.8269
Si, 4.1303, 26.0135, 6.8685
Si, 1.3877, 28.7711, 6.8259
Si, 4.1506, 31.4972, 6.8309
Si, 6.8502, 1.3498, 6.8581
Si, 9.5751, 4.0479, 6.8807
Si, 6.8961, 6.7842, 6.9226
Si, 9.6314, 9.5429, 6.9424
Si, 6.8675, 12.3233, 6.9492
Si, 9.6054, 15.0485, 6.8864
Si, 6.8504, 17.7979, 6.8544
Si, 9.5866, 20.5322, 6.7999
Si, 6.8672, 23.2473, 6.8251
Si, 9.6128, 25.9839, 6.8241
Si, 6.8769, 28.7519, 6.8716
Si, 9.6241, 31.4548, 6.8527
Si, 12.3426, 1.3608, 6.8631
Si, 15.0636, 4.0571, 6.9127
Si, 12.3117, 6.7881, 6.9339
Si, 15.0614, 9.568, 6.9652
Si, 12.3517, 12.3022, 6.9055
Si, 15.0394, 15.0283, 6.8863
Si, 12.3091, 17.7768, 6.8331
Si, 15.0089, 20.4905, 6.8148
Si, 12.2989, 23.2389, 6.789
Si, 15.0167, 26.0007, 6.7906
Si, 12.3596, 28.7332, 6.8069
Si, 15.0829, 31.4487, 6.8197
Si, 0.0483, 2.6841, 8.241
Si, 2.7761, 32.8018, 8.2443
Si, 0.021, 8.1699, 8.3001
Si, 2.7695, 5.4094, 8.2827
Si, 16.3997, 13.6902, 8.2877
Si, 2.7412, 10.9444, 8.3073
Si, 16.3771, 19.1436, 8.2062
Si, 2.7203, 16.4318, 8.2396
Si, 16.3846, 24.6315, 8.1694
Si, 2.7242, 21.8886, 8.2003
Si, 0.0195, 30.0951, 8.22
Si, 2.7428, 27.3881, 8.1999
Si, 5.4954, 2.6875, 8.2675
Si, 8.2315, 32.7983, 8.2243
Si, 5.5144, 8.1588, 8.2878
Si, 8.2399, 5.4114, 8.2848
Si, 5.4686, 13.6881, 8.2752
Si, 8.2346, 10.92, 8.2796
Si, 5.4618, 19.1533, 8.2106
Si, 8.2171, 16.426, 8.2259
Si, 5.5002, 24.6231, 8.1987
Si, 8.2248, 21.883, 8.194
Si, 5.4901, 30.1122, 8.2179
Si, 8.2456, 27.3568, 8.2024
Si, 10.9584, 2.6989, 8.2466
Si, 13.714, 32.7967, 8.2179
Si, 10.9633, 8.1595, 8.3071
Si, 13.6929, 5.4236, 8.2811
Si, 10.9564, 13.6649, 8.2529
Si, 13.6838, 10.9348, 8.3024
Si, 10.9401, 19.1601, 8.1867
Si, 13.6596, 16.4092, 8.2242
Si, 10.9606, 24.6093, 8.1886
Si, 13.6579, 21.8805, 8.1757
Si, 10.9843, 30.076, 8.2046
Si, 13.687, 27.36, 8.1956
Si, 1.3838, 4.057, 9.6386
Si, 4.1227, 1.3449, 9.6402
Si, 1.3807, 9.5506, 9.6537
Si, 4.1309, 6.7909, 9.6425
Si, 1.3739, 15.0605, 9.625
Si, 4.1148, 12.3123, 9.6498
Si, 1.3551, 20.518, 9.5605
Si, 4.1006, 17.7937, 9.5907
Si, 1.3622, 26.0008, 9.5406
Si, 4.1058, 23.2644, 9.5508
Si, 1.3885, 31.4438, 9.6024
Si, 4.1135, 28.7409, 9.5775
Si, 6.8519, 4.0593, 9.6394
Si, 9.5861, 1.346, 9.6168
Si, 6.8636, 9.5465, 9.6446
Si, 9.5872, 6.7906, 9.6554
Si, 6.8504, 15.0612, 9.6098
Si, 9.5919, 12.2986, 9.6315
Si, 6.8406, 20.5274, 9.5613
Si, 9.5805, 17.8011, 9.579
Si, 6.8609, 25.9978, 9.5644
Si, 9.5824, 23.2587, 9.5611
Si, 6.8607, 31.4475, 9.6049
Si, 9.6048, 28.7208, 9.5771
Si, 12.3143, 4.0606, 9.6337
Si, 15.068, 1.3408, 9.6154
Si, 12.3191, 9.5486, 9.6531
Si, 15.0473, 6.799, 9.6495
Si, 12.3079, 15.0452, 9.6111
Si, 15.0475, 12.3074, 9.6511
Si, 12.2992, 20.526, 9.5613
Si, 15.0244, 17.7802, 9.5866
Si, 12.3147, 25.9911, 9.5584
Si, 15.0237, 23.2601, 9.5413
Si, 12.3362, 31.4395, 9.5911
Si, 15.0509, 28.72, 9.5768
Si, 0.0232, 32.7885, 10.9943
Si, 2.75, 2.7017, 11.0124
Si, 0.0121, 5.4262, 11.0062
Si, 2.7502, 8.1651, 11
Si, 0.0047, 10.9213, 11.0054
Si, 2.7336, 13.6817, 10.9925
Si, 16.3928, 16.4243, 10.9663
Si, 2.7267, 19.1655, 10.9391
Si, 16.395, 21.9006, 10.9137
Si, 2.7355, 24.6387, 10.9102
Si, 0.0101, 27.3526, 10.9405
Si, 2.7467, 30.0786, 10.9726
Si, 5.491, 32.7882, 10.9987
Si, 8.2192, 2.6981, 11.004
Si, 5.4863, 5.4229, 11.013
Si, 8.2139, 8.1637, 11.0104
Si, 5.4774, 10.9174, 10.9957
Si, 8.205, 13.6721, 10.9752
Si, 5.4667, 16.4248, 10.9619
Si, 8.203, 19.1653, 10.9391
Si, 5.4721, 21.9014, 10.9214
Si, 8.2188, 24.6288, 10.9315
Si, 5.4835, 27.3631, 10.9322
Si, 8.2284, 30.0732, 10.9599
Si, 10.9592, 32.7877, 10.9787
Si, 13.6898, 2.6981, 10.9938
Si, 10.9518, 5.423, 11.0133
Si, 13.6789, 8.1706, 11.0101
Si, 10.9397, 10.9162, 11.0026
Si, 13.6641, 13.6755, 10.9897
Si, 10.9307, 16.4219, 10.9559
Si, 13.6597, 19.1611, 10.9366
Si, 10.9402, 21.8955, 10.9335
Si, 13.6738, 24.6263, 10.9278
Si, 10.9573, 27.3501, 10.9458
Si, 13.6905, 30.073, 10.9672
Si, 1.3768, 1.3443, 12.3808
Si, 4.11, 4.0688, 12.3836
Si, 1.3749, 6.8017, 12.37
Si, 4.108, 9.5431, 12.3625
Si, 1.3719, 12.2983, 12.3533
Si, 4.1068, 15.0533, 12.3391
Si, 1.3643, 17.7994, 12.31
Si, 4.0989, 20.5422, 12.2888
Si, 1.3633, 23.2729, 12.2745
Si, 4.1015, 25.9999, 12.2908
Si, 1.3701, 28.7098, 12.3285
Si, 4.1091, 31.4312, 12.3583
Si, 6.8464, 1.3454, 12.3778
Si, 9.5764, 4.0652, 12.3788
Si, 6.8436, 6.7974, 12.3778
Si, 9.5735, 9.5408, 12.3672
Si, 6.8412, 12.2956, 12.3484
Si, 9.5688, 15.0488, 12.3295
Si, 6.8351, 17.801, 12.312
Si, 9.5661, 20.5391, 12.3023
Si, 6.8349, 23.2722, 12.2898
Si, 9.5781, 25.9929, 12.3083
Si, 6.8445, 28.7158, 12.323
Si, 9.5832, 31.4311, 12.3499
Si, 12.3141, 1.3437, 12.3677
Si, 15.0405, 4.0689, 12.3765
Si, 12.3091, 6.802, 12.3733
Si, 15.0406, 9.5461, 12.3659
Si, 12.3044, 12.2936, 12.3518
Si, 15.0355, 15.049, 12.3352
Si, 12.2972, 17.7967, 12.3101
Si, 15.0316, 20.5379, 12.2872
Si, 12.3025, 23.2689, 12.2979
Si, 15.0383, 25.9897, 12.3032
Si, 12.3143, 28.7106, 12.3302
Si, 15.0488, 31.4275, 12.3576
Si, 0.0032, 2.7079, 13.7501
Si, 2.7437, 32.7827, 13.7464
Si, 16.399, 8.1705, 13.7311
Si, 2.7349, 5.4357, 13.7458
Si, 16.3934, 13.6677, 13.6987
Si, 2.7261, 10.9128, 13.7175
Si, 16.3986, 19.1772, 13.6561
Si, 2.7253, 16.4298, 13.6797
Si, 0.0057, 24.6266, 13.6632
Si, 2.7309, 21.9159, 13.6446
Si, 0.0082, 30.0574, 13.7247
Si, 2.7394, 27.3446, 13.6885
Si, 5.4741, 2.7037, 13.7537
Si, 8.2135, 32.783, 13.7389
Si, 5.463, 8.1645, 13.733
Si, 8.2047, 5.4279, 13.749
Si, 5.4615, 13.665, 13.703
Si, 8.1919, 10.909, 13.7173
Si, 5.4619, 19.1793, 13.6609
Si, 8.1916, 16.4227, 13.6794
Si, 5.4656, 24.6358, 13.6594
Si, 8.1988, 21.9142, 13.662
Si, 5.4766, 30.0636, 13.7164
Si, 8.2072, 27.3458, 13.6869
Si, 10.9435, 2.705, 13.7481
Si, 13.6794, 32.7845, 13.7387
Si, 10.9323, 8.1648, 13.7345
Si, 13.6695, 5.4377, 13.7453
Si, 10.9258, 13.6656, 13.6956
Si, 13.6611, 10.913, 13.7172
Si, 10.9315, 19.1716, 13.6675
Si, 13.6609, 16.4266, 13.6754
Si, 10.9414, 24.6317, 13.6769
Si, 13.6728, 21.906, 13.6571
Si, 10.9464, 30.0628, 13.7159
Si, 13.6779, 27.3419, 13.6941
Si, 1.3607, 4.0815, 15.121
Si, 4.1026, 1.3435, 15.1251
Si, 1.3563, 9.5443, 15.0927
Si, 4.0938, 6.8067, 15.1138
Si, 1.358, 15.0525, 15.0393
Si, 4.0933, 12.287, 15.0711
Si, 1.3626, 20.5551, 15.008
Si, 4.0879, 17.8184, 15.025
Si, 1.3674, 25.9776, 15.0504
Si, 4.0858, 23.282, 15.022
Si, 1.3708, 31.4151, 15.1099
Si, 4.0986, 28.6999, 15.0763
Si, 6.8318, 4.0732, 15.1275
Si, 9.5681, 1.347, 15.1185
Si, 6.828, 9.5338, 15.0913
Si, 9.5688, 6.7986, 15.1124
Si, 6.8278, 15.0489, 15.0491
Si, 9.5651, 12.2837, 15.0615
Si, 6.8187, 20.5603, 15.022
Si, 9.5579, 17.8054, 15.0264
Si, 6.8273, 25.9866, 15.0476
Si, 9.5595, 23.2792, 15.0375
Si, 6.8352, 31.4212, 15.1035
Si, 9.5683, 28.6971, 15.074
Si, 12.2961, 4.0837, 15.122
Si, 15.0337, 1.348, 15.1207
Si, 12.2977, 9.5395, 15.0883
Si, 15.0262, 6.8155, 15.1111
Si, 12.3002, 15.0462, 15.0339
Si, 15.0315, 12.2877, 15.0637
Si, 12.3022, 20.5484, 15.021
Si, 15.03, 17.8111, 15.0164
Si, 12.3061, 25.9832, 15.0621
Si, 15.0389, 23.2669, 15.0282
Si, 12.3078, 31.4173, 15.1032
Si, 15.0382, 28.6882, 15.0874

Results
total energy: -236496.839 eV
total energy less fixed offsets of O -438.35, Si -107.03 eV per atom: 10.861 eV

Forces (eV/angstrom), in the order of the atoms: element, x, y, z
Si, -0.1003, -0.0197, 0.2021
Si, -0.4166, 0.197, 0.1108
Si, -0.1648, 0.2096, -0.2077
Si, -0.0523, 0.1481, -0.3425
Si, 0.3448, -0.0104, 0.173
Si, -0.0792, -0.4655, 0.1636
Si, 0.0159, 0.5233, -0.2675
Si, 0.0481, 0.2545, -0.1407
Si, 0.0099, 0.0551, -0.1577
Si, 0.0087, -0.0728, 0.0375
Si, 0.0289, -0.0622, -0.0638
Si, 0.1985, -0.0944, -0.0845
Si, -0.4467, -0.0927, -0.3177
Si, -0.1424, -0.1528, -0.5731
Si, -0.0915, 0.0936, 0.0099
Si, 0.07, -0.145, -0.4492
Si, 0.0445, 0.1171, -0.443
Si, 0.0871, -0.0473, -0.0259
Si, 0.1878, -0.1617, 0.3836
Si, 0.2731, -0.2283, -0.1995
Si, 0.026, -0.1033, 0.3529
Si, -0.3562, -0.0106, 0.0019
Si, -0.0106, -0.0149, -0.0393
Si, 0.0259, 0.1704, 0.3725
Si, 0.0444, 0.046, -0.2866
Si, 0.1413, -0.5747, -0.0278
Si, 0.268, 0.8233, -0.1856
Si, -0.0703, 0.2764, 0.0996
Si, 0.0636, -0.0444, -0.2752
Si, -0.1691, -0.2095, -0.0152
Si, -0.0605, 0.1866, 0.0031
Si, -0.0012, -0.0384, 0.0098
Si, 0.2798, 0.1934, -0.2211
Si, 0.0916, -0.0871, 0.0202
Si, 0.2659, -0.1234, 0.0096
Si, -0.0107, -0.0547, -0.1129
Si, -0.1461, 0.0329, -0.0633
Si, 0.0243, 0.2477, -0.0604
Si, 0.0431, 0.028, -0.308
Si, 0.0551, -0.0654, -0.2072
Si, -0.0568, -0.0452, -0.2556
Si, 0.0967, 0.3031, -0.5157
Si, 0.1233, -0.2351, -0.0203
Si, -0.0952, -0.1097, 0.067
Si, 0.0113, 0.1207, -0.2829
Si, -0.0019, -0.1769, -0.2837
Si, 0.0057, -0.1557, -0.0869
Si, 0.0531, -0.0732, -0.1786
Si, -0.0278, -0.1311, -0.1325
Si, -0.0267, 0.4723, 0.5331
Si, -0.252, 0.0614, -0.2288
Si, -0.0979, 0.193, -0.1244
Si, 0.0294, 0.0231, -0.1798
Si, 0.1956, 0.0008, -0.1976
Si, -0.0666, -0.1997, -0.1283
Si, -0.0388, -0.2229, -0.0732
Si, 0.1429, 0.0607, -0.0174
Si, 0.0412, -0.0691, -0.0866
Si, -0.0922, -0.1761, -0.4096
Si, -0.1448, -0.0785, -0.3263
Si, -0.1168, -0.1715, -0.0183
Si, -0.0469, 0.2122, -0.2075
Si, 0.0255, -0.0942, -0.4962
Si, 0.1234, 0.1093, -0.3567
Si, -0.0685, 0.1413, -0.1149
Si, -0.1881, 0.1694, -0.0968
Si, 0.0085, -0.0132, -0.1106
Si, -0.1223, 0.0492, -0.1495
Si, 0.1438, -0.0928, -0.049
Si, -0.0265, -0.0914, -0.1408
Si, -0.0998, 0.0153, -0.1195
Si, 0.0425, 0.0214, -0.1889
Si, 0.0391, -0.0431, -0.0936
Si, -0.0618, -0.0884, -0.1448
Si, -0.0197, 0.0801, 0.0507
Si, 0.0549, -0.0313, 0.0326
Si, 0.2255, 0.0862, -0.0815
Si, 0.0383, 0.2282, -0.0501
Si, 0.1541, 0.0432, 0.0639
Si, 0.0032, 0.1649, 0.1717
Si, -0.0261, 0.073, 0.2132
Si, 0.1406, -0.143, 0.0554
Si, 0.0253, -0.1142, -0.0542
Si, -0.1375, 0.0127, 0.2296
Si, -0.2554, 0.1491, -0.0975
Si, 0.0148, -0.2153, -0.0414
Si, 0.1291, 0.0453, 0.2167
Si, -0.2052, 0.0991, 0.1523
Si, 0.1067, -0.0247, 0.0635
Si, 0.1036, 0.0953, 0.1736
Si, 0.0572, -0.0317, 0.337
Si, -0.0111, 0.1343, 0.0029
Si, 0.0869, -0.3325, 0.1397
Si, -0.1188, 0.0137, 0.19
Si, -0.1084, 0.0376, 0.1536
Si, 0.0024, -0.1168, 0.1765
Si, -0.0436, -0.0536, 0.068
Si, -0.1488, -0.0083, 0.0358
Si, -0.0378, -0.0075, -0.1393
Si, -0.1142, 0.0115, 0.0894
Si, 0.0674, -0.0135, 0.2399
Si, 0.0428, -0.0184, -0.1491
Si, 0.0507, -0.1075, 0.1259
Si, 0.0908, 0.0595, 0.0468
Si, 0.132, -0.0546, -0.0627
Si, 0.0068, 0.0695, 0.1383
Si, -0.1255, -0.058, 0.2035
Si, 0.0903, -0.2261, 0.0483
Si, 0.1074, 0.0148, -0.106
Si, 0.0461, -0.0409, -0.0638
Si, -0.1632, 0.0063, -0.0336
Si, 0.0935, -0.052, -0.0925
Si, 0.0355, 0.0458, -0.2058
Si, -0.1113, -0.0167, -0.0046
Si, -0.0341, 0.0027, 0.0496
Si, 0.0461, 0.0826, -0.2861
Si, 0.0809, -0.0989, -0.0916
Si, 0.1461, 0.0003, -0.0099
Si, -0.0813, -0.007, -0.0788
Si, -0.0875, 0.1226, -0.0227
Si, 0.1663, 0.032, -0.0302
Si, -0.046, 0.1542, -0.0539
Si, -0.0431, -0.0237, -0.2033
Si, 0.1171, -0.12, -0.162
Si, -0.0315, 0.0131, 0.0153
Si, -0.0682, 0.0017, -0.2534
Si, -0.027, -0.046, -0.3009
Si, 0.0601, 0.0272, 0.0051
Si, -0.003, 0.0205, -0.0376
Si, -0.0659, -0.0459, -0.0762
Si, -0.0989, -0.0593, -0.0872
Si, 0.0119, -0.0016, -0.0593
Si, -0.0788, 0.1502, -0.1978
Si, 0.0311, -0.0445, -0.0353
Si, 0.0593, -0.1046, -0.0401
Si, -0.0134, 0.0307, -0.04
Si, -0.0992, -0.1123, -0.0769
Si, 0.0201, -0.0453, -0.0234
Si, 0.1139, 0.07, -0.0696
Si, -0.0348, -0.1348, -0.007
Si, -0.0602, 0.0758, 0.0123
Si, -0.0225, -0.0213, -0.153
Si, 0.0391, 0.0046, -0.1051
Si, -0.0383, 0.0514, -0.0543
Si, 0.0112, -0.0005, -0.0127
Si, 0.0324, -0.0058, -0.0025
Si, -0.0174, -0.0143, 0.0016
Si, 0.0004, 0.0176, -0.0105
Si, 0.0333, 0.0265, 0.0034
Si, -0.0138, 0.0356, -0.0092
Si, -0.0117, -0.0015, -0.004
Si, -0.0349, -0.0147, 0.0036
Si, 0.0076, -0.022, 0.0012
Si, 0.0061, 0.0076, 0.0154
Si, 0.0059, 0.0151, -0.002
Si, 0.0076, 0.0035, 0.0072
Si, 0.0037, -0.021, -0.002
Si, -0.0028, 0.0067, 0.0008
Si, -0.0096, 0.0086, -0.0013
Si, 0.0107, 0.0097, -0.0095
Si, 0.0195, 0.0193, -0.0032
Si, 0.0085, -0.003, -0.0082
Si, 0.0084, 0.0074, -0.0093
Si, -0.0115, -0.0139, -0.009
Si, -0.0075, 0.0089, 0.0013
Si, 0.0028, -0.0011, 0.0121
Si, 0.0001, 0.0121, -0.0052
Si, 0.0211, 0.0274, -0.0042
Si, -0.0155, 0.0112, -0.0111
Si, -0.0134, -0.0064, -0.0009
Si, -0.0105, 0.0119, 0.0197
Si, 0.003, 0.0355, 0.0106
Si, 0.0078, 0.0314, 0.0023
Si, 0.0026, -0.0079, -0.0029
Si, 0.024, -0.0236, -0.0139
Si, -0.0138, -0.0284, 0.003
Si, -0.0171, -0.015, -0.0138
Si, -0.0044, -0.0045, -0.0004
Si, -0.03, 0.0266, -0.0016
Si, -0.0016, 0.0229, -0.0078
Si, -0.0337, -0.0389, -0.0038
Si, 0.0057, -0.0308, -0.0059
Si, 0.0492, -0.001, 0.0024
Si, -0.0188, -0.0031, -0.0006
Si, -0.0363, -0.0167, -0.0085
Si, -0.0165, -0.063, 0.0014
Si, 0.07, -0.0211, -0.031
Si, 0.0515, -0.0286, 0.0021
Si, -0.0298, -0.0048, 0.003
Si, 0.0405, 0.0071, -0.0173
Si, -0.0091, 0.0109, -0.003
Si, 0, 0.037, -0.0087
Si, 0.0159, 0.0194, -0.0074
Si, -0.0118, -0.0422, -0.0192
Si, 0.0183, 0.015, -0.0129
Si, -0.0331, 0.0087, -0.0165
Si, -0.0163, 0.0174, -0.0028
Si, -0.014, 0.0428, -0.0031
Si, 0.0288, -0.0408, -0.001
Si, 0.0155, 0.0054, -0.0005
Si, 0.0038, -0.04, 0.0006
Si, 0.0112, 0.0086, -0.005
Si, -0.0285, 0.0053, -0.0097
Si, -0.0357, -0.0236, -0.0295
Si, 0.0002, -0.0334, -0.0045
Si, 0.0517, 0.0456, -0.0041
Si, -0.0083, -0.0199, 0.0044
Si, -0.0157, -0.0078, 0.0067
Si, -0.0274, 0.0109, -0.0148
Si, 0.0072, 0.0257, 0.0003
Si, 0.0021, -0.0264, -0.0051
Si, -0.0034, 0.0033, 0.0006
Si, -0.0075, -0.0131, 0.0082
Si, -0.0395, 0.0303, 0.0195
Si, 0.0154, 0.0141, 0.0112
Si, -0.0122, 0.0041, -0.0116
Si, 0.0013, -0.0085, 0.0106
Si, 0.0302, -0.0674, 0.0103
Si, 0.007, 0.0379, 0.0089
Si, -0.0298, 0.0484, -0.0315
Si, 0.0681, -0.0486, 0.0289
Si, 0.0417, 0.0563, 0.0243
Si, -0.008, -0.0639, 0.0351
Si, -0.1383, 0.0916, 0.0001
Si, 0.0533, -0.0356, 0.0016
Si, -0.0021, -0.0219, 0.0469
Si, 0.0025, 0.052, 0.0103
Si, -0.0046, 0.0529, 0.0021
Si, -0.0411, -0.0194, 0.0039
Si, 0.0558, -0.0441, 0.019
Si, 0.0033, 0.0199, 0.0047
Si, -0.0195, 0.0174, 0.0222
Si, 0.0427, 0.0249, 0.0011
Si, 0.0369, 0.0014, 0.0082
Si, -0.0362, 0.0176, 0.0208
Si, -0.0003, -0.0147, -0.011
Si, -0.0267, 0.0492, 0.0075
Si, 0.0142, -0.0179, -0.0074
Si, 0.056, -0.0002, 0.0158
Si, 0.0527, 0.0318, 0.0277
Si, -0.0578, 0.0637, 0.0215
Si, 0.0155, -0.0242, 0.0019
Si, -0.0034, 0.044, 0.0528
Si, 0.0126, -0.0759, -0.0053
Si, 0.0573, -0.0783, 0.0241
Si, 0.0049, 0.0454, 0.0223
Si, -0.0374, -0.079, 0.0204
Si, -0.0737, 0.0037, 0.0066
Si, -0.0203, 0.0069, -0.0164
Si, -0.0401, -0.0141, -0.0124
Si, -0.0488, 0.08, 0.0173
Si, 0.0195, 0.0071, -0.016
Si, 0.0249, -0.0028, 0.0346
Si, 0.0387, 0.0454, 0.0264
Si, 0.0167, -0.0364, -0.0517
Si, -0.0519, -0.0375, 0.0856
Si, 0.0647, 0.0064, -0.0245
Si, -0.1026, -0.057, -0.0244
Si, -0.0187, 0.0386, 0.1252
Si, 0.0321, -0.0712, 0.0589
Si, -0.0753, 0.046, 0.0361
Si, 0.103, -0.0411, -0.0146
Si, -0.0119, 0.0168, -0.0709
Si, 0.0545, -0.01, 0.0249
Si, 0.0881, 0.0395, 0.0495
Si, -0.0437, -0.0919, -0.0095
Si, 0.021, 0.0085, 0.0552
Si, -0.0231, -0.048, 0.0844
Si, 0.0321, -0.0033, -0.0872
Si, -0.0654, 0.0216, -0.057
Si, -0.0176, 0.0051, 0.0508
Si, 0.0505, 0.0043, -0.0464
Si, -0.0482, -0.0074, 0.0746
Si, -0.0149, -0.0015, 0.0209
Si, -0.0298, 0.0033, -0.0054
Si, -0.0387, 0.0004, 0.035
Si, -0.0089, 0.0623, 0.0189
Si, -0.0202, -0.0268, -0.0233
Si, 0.0505, 0.0149, 0.0048
Si, -0.0749, 0.0307, 0.0355
Si, 0.0706, 0.0967, -0.0345
Si, -0.0285, -0.0214, 0.0227
Si, 0.0143, 0.0465, 0.0022
Si, 0.0396, -0.0314, -0.019
Si, -0.0271, 0.0388, 0.1071
Si, -0.0055, -0.0497, 0.1235
Si, -0.0065, -0.0158, -0.0325
Si, -0.0127, -0.0005, 0.0047
Si, -0.0795, 0.0034, -0.0159
Si, -0.0401, -0.0827, 0.0249
Si, 0.046, -0.1049, 0.2093
Si, 0.0964, 0.0948, 0.1346
Si, -0.0488, 0.1, 0.1907
Si, -0.1933, 0.0371, 0.0509
Si, 0.0963, 0.0405, 0.0907
Si, 0.053, 0.0578, 0.049
Si, 0.0293, 0.0022, 0.0601
Si, -0.0308, -0.0179, 0.231
Si, 0.089, 0.0403, 0.0337
Si, -0.0318, -0.0083, 0.1083
Si, 0.0019, -0.0724, 0.0098
Si, 0.0019, 0.0604, 0.0446
Si, -0.0864, 0.0688, 0.0241
Si, 0.0444, -0.0016, -0.0127
Si, 0.031, -0.035, 0.1016
Si, -0.0711, 0.0302, 0.1069
Si, -0.0228, -0.0361, 0.0934
Si, 0.0255, -0.0013, 0.0913
Si, -0.1293, 0.0214, -0.0013
Si, 0.1084, 0.0563, 0.0565
Si, 0.1191, 0.0763, 0.1161
Si, 0.0295, -0.0348, 0.2501
Si, -0.0885, -0.0563, 0.1753
Si, -0.0095, 0.0089, 0.0548
Si, 0.008, -0.1242, -0.0101
Si, -0.0113, 0.0197, 0.1241
Si, -0.0173, -0.085, 0.1502
Si, -0.0378, -0.0771, 0.055
Si, 0.0032, -0.0252, 0.0893
Si, -0.0865, -0.0568, 0.1348
Si, -0.0431, -0.0037, 0.1157
Si, 0.0061, -0.0079, 0.0743
Si, 0.0474, -0.0011, 0.0177
Si, -0.0052, 0.1039, 0.0022
Si, -0.0756, 0.1664, -0.1913
Si, -0.0093, 0.0791, 0.0505
Si, -0.0253, 0.0661, 0.038
Si, 0.0154, -0.3224, -0.091
Si, -0.043, 0.0236, -0.3228
Si, 0.0802, 0.0218, -0.0098
Si, -0.0644, -0.154, -0.126
Si, -0.0741, 0.126, -0.1234
Si, -0.0079, -0.0014, -0.1016
Si, -0.1221, 0.0426, -0.0505
Si, 0.0606, -0.1109, -0.2547
Si, 0.1633, 0.1412, -0.2187
Si, -0.04, 0.0487, -0.1567
Si, 0.1171, -0.0001, -0.2083
Si, -0.0029, -0.0114, 0.0682
Si, 0.0004, 0.0782, -0.0215
Si, 0.2045, -0.11, -0.0262
Si, 0.0866, -0.0731, -0.1551
Si, -0.0871, -0.0851, -0.0733
Si, -0.0933, 0.0673, -0.2452
Si, -0.0023, 0.0559, 0.0288
Si, -0.1292, 0.0125, -0.1664
Si, -0.0786, 0.1784, -0.2685
Si, -0.0188, -0.0662, -0.3721
Si, -0.136, 0.0425, 0.0013
Si, 0.0385, 0.2245, 0.0571
Si, -0.0166, -0.1239, -0.0066
Si, 0.202, 0.0302, 0.103
Si, 0.212, -0.0988, -0.0717
Si, 0.0327, -0.1208, 0.1085
Si, 0.0795, -0.0768, -0.253
Si, -0.0506, -0.0516, 0.0354
Si, 0.0223, -0.0578, -0.2055
Si, 0.0038, -0.0982, -0.1034
Si, -0.141, 0.086, -0.0949
Si, -0.0816, 0.0753, -0.3414
Si, -0.0181, -0.1738, 0.1453
Si, 0.1598, 0.0762, 0.1584
Si, 0.1081, 0.2434, 0.1506
Si, 0.2025, 0.0665, -0.0653
Si, 0.2819, 0.0441, 0.2253
Si, 0.0001, 0.0017, 0.3663
Si, -0.194, -0.2571, 0.2243
Si, -0.0893, -0.1388, 0.2087
Si, -0.2846, -0.0145, 0.0826
Si, 0.1064, -0.0798, -0.0056
Si, -0.2371, 0.0687, 0.2061
Si, -0.0691, 0.1043, -0.0142
Si, -0.075, 0.0217, 0.2607
Si, -0.0676, 0.0217, 0.2158
Si, 0.1157, 0.0331, 0.1588
Si, -0.0337, -0.0086, 0.0756
Si, 0.1202, -0.0505, 0.4489
Si, 0.0302, -0.0035, 0.2458
Si, 0.1032, -0.0248, 0.1264
Si, 0.0164, -0.1286, 0.3761
Si, 0.0114, -0.1294, -0.0578
Si, -0.1262, -0.1301, 0.1273
Si, -0.102, 0.0431, 0.1343
Si, 0.0189, 0.1052, 0.0716
Si, -0.1717, -0.1009, -0.0403
Si, 0.0159, 0.0375, 0.1482
Si, 0.1088, 0.2053, 0.3153
Si, 0.2606, 0.0935, -0.115
Si, 0.0356, 0.066, 0.3522
Si, 0, -0.1661, 0.0948
Si, 0.0907, -0.0221, 0.3061
Si, 0.0402, -0.0233, 0.4876
Si, -0.1506, -0.0046, 0.1928
Si, -0.1451, -0.103, 0.1744
Si, -0.1548, 0.1683, 0.2955
Si, -0.0237, 0.1915, 0.2433
Si, -0.0556, -0.1703, 0.0145
Si, 0.0472, 0.1558, -0.2349
Si, 0.1905, -0.1746, -0.0181
Si, 0.1089, -0.0599, -0.3822
Si, 0.1736, 0.1805, 0.2149
Si, 0.3349, 0.1851, 0.1373
Si, -0.1665, 0.4859, 0.2709
Si, 0.4584, -0.4204, -0.0226
Si, -0.0605, 0.1087, -0.2963
Si, -0.1458, -0.2801, -0.2309
Si, -0.0273, -0.0935, 0.4311
Si, -0.048, 0.1929, 0.0956
Si, 0.0159, -0.0673, 0.2804
Si, -0.0444, -0.0439, 0.2418
Si, -0.1014, 0.2806, 0.0287
Si, -0.5768, 0.2985, 0.0402
Si, 0.0534, -0.0329, 0.0792
Si, -0.3619, 0.01, -0.0752
Si, -0.0008, -0.0096, 0.31
Si, 0.0124, -0.0064, 0.347
Si, -0.0124, 0.3234, 0.2093
Si, -0.061, -0.0903, -0.1132
Si, 0.1761, -0.1735, 0.0617
Si, 0.0526, -0.0932, -0.1018
Si, 0.4747, -0.1839, 0.1585
Si, 0.0113, -0.0933, 0.2189
Si, -0.0463, 0.3155, -0.2248
Si, -0.4439, -0.3191, 0.1843
Si, -0.2783, -0.1754, 0.1461
Si, 0.0335, -0.0911, 0.2259
Si, 0.0093, 0.1948, -0.0525
Si, 0.1056, -0.0087, -0.3084
Si, -0.1081, 0.1107, 0.0729
Si, 0.0282, -0.0524, -0.0633
Si, -0.0714, -0.0911, 0.0745
Si, -0.0074, 0.068, 0.18
Si, 0.0309, -0.0778, 0.2414
Si, 0.1818, 0.1667, -0.3875
Si, 0.0765, 0.0505, 0.2548
Si, 0.0239, -0.0415, -0.272
Si, 0.0933, 0.0484, 0.4016
Si, -0.0264, -0.1062, 0.1206
Si, 0.0313, 0.106, 0.2003
Si, 0.0279, -0.187, 0.2703
Si, -0.0369, -0.0004, 0.1036
Si, -0.1815, -0.0816, 0.2538
Si, -0.1368, 0.217, 0.302
Si, -0.141, -0.0169, -0.0392
Si, -0.0548, 0.0234, 0.1713
Si, -0.0183, 0.0104, 0.3333
Si, 0.1917, 0.0389, 0.212
Si, -0.1914, 0.0666, 0.3105
Si, -0.0233, -0.0015, 0.3999
Si, -0.0731, -0.1177, 0.0886
Si, 0.1898, -0.0901, 0.2259
Si, 0.0335, -0.0694, 0.2425
Si, 0.0994, -0.0973, -0.0177
Si, -0.1937, -0.0213, 0.0944
Si, -0.1019, 0.0538, 0.1804
Si, -0.032, 0.0341, -0.0877
Si, -0.1071, -0.1278, 0.3349
Si, -0.123, -0.0753, 0.329
Si, 0.108, 0.2045, 0.1968
Si, 0.1406, 0.064, 0.064
Si, 0.0641, 0.3101, 0.143
Si, 0.078, 0.1046, 0.0372
Si, -0.1234, -0.0294, 0.3162
Si, -0.0154, -0.1636, 0.2012
Si, 0.0449, -0.0301, 0.3575
Si, -0.1154, 0.1257, 0.1127
Si, -0.039, 0.1821, 0.1802
Si, 0.42, 0.1852, 0.2654
Si, 0.0157, 0.1766, -0.1604
Si, 0.0487, 0.128, 0.0015
Si, -0.171, -0.0025, -0.4289
Si, -0.0269, -0.0138, -0.0625
Si, -0.028, -0.022, -0.0146
Si, -0.0787, -0.032, -0.1045
Si, -0.0041, 0.0405, -0.0246
Si, 0.0109, -0.0161, 0.0225
Si, -0.0491, 0.0741, -0.2083
Si, 0.1357, 0.0461, -0.3249
Si, 0.0295, 0.0668, 0.092
Si, 0.121, -0.0938, 0.3567
Si, 0.1732, -0.044, 0.1766
Si, -0.2619, 0.0372, 0.3586
Si, 0.0707, -0.1581, 0.2908
Si, -0.0716, 0.0158, -0.1157
Si, -0.0666, -0.2569, -0.0302
Si, -0.1668, -0.1614, 0.187
Si, 0.1886, -0.0681, -0.1565
Si, 0.022, 0.0107, 0.1781
Si, 0.1528, -0.0428, -0.336
Si, 0.0085, 0.0785, 0.2171
Si, -0.156, 0.1081, 0.0936
Si, 0.0383, 0.0922, -0.261
Si, -0.0351, -0.0716, 0.2585
Si, -0.0715, -0.0876, 0.2155
Si, 0.136, 0.0735, 0.2248
Si, -0.0547, 0.0326, 0.5284
Si, -0.0379, -0.0457, -0.2757
Si, -0.0431, -0.1365, 0.2638
Si, -0.0363, -0.2886, -0.1116
Si, -0.0836, 0.1341, 0.3477
Si, 0.0849, 0.1068, 0.1363
Si, 0.1533, 0.0226, 0.4342
Si, 0.1346, -0.1214, -0.04
Si, -0.0108, -0.0461, -0.1445
Si, -0.1467, -0.2045, -0.3369
Si, -0.0498, 0.1385, -0.4123
Si, 0.0026, -0.0118, -0.5012
Si, -0.0981, -0.0369, -0.3334
Si, 0.0934, 0.0558, -0.0109
Si, -0.0682, -0.0205, -0.0633
Si, 0.1106, 0.0349, 0.0984
Si, -0.022, 0.1486, -0.072
Si, -0.1514, 0.345, -0.6239
Si, 0.1039, -0.1381, -0.0376
Si, 0.0268, 0.0453, -0.2223
Si, 0.0458, -0.1325, 0.1411
Si, 0.1143, -0.2865, -0.2544
Si, -0.0682, -0.1962, -0.3157
Si, 0.1072, -0.0319, 0.0576
Si, 0.1623, 0.0819, -0.169
Si, 0.0104, 0.1625, 0.1267
Si, 0.008, -0.125, 0.428
Si, -0.0771, 0.0853, 0.2489
Si, -0.0081, 0.058, 0.1513
Si, 0.1214, -0.0161, -0.3013
Si, -0.1031, 0.0913, -0.0847
Si, -0.0617, 0.0871, 0.3404
Si, -0.0162, 0.009, 0.3527
Si, 0.1735, 0.0281, -0.3551
Si, 0.009, 0.0882, -0.2665
Si, 0.0348, 0.13, -0.2245
Si, 0.0463, -0.0561, -0.0224
Si, -0.0574, 0.1397, -0.3773
Si, -0.0363, 0.0642, -0.2103
Si, -0.0725, -0.0236, -0.2465
Si, -0.1164, -0.0299, -0.5458
Si, -0.2243, -0.1146, -0.051
Si, -0.0432, -0.0393, -0.1434
Si, 0.0041, 0.2098, -0.2824
Si, -0.1294, 0.0733, -0.2816
Si, -0.068, -0.0605, 0.2071
Si, 0.0712, 0.0605, -0.2805
Si, -0.0248, -0.1318, -0.3413
Si, -0.0553, -0.1374, -0.2398
Si, 0.2944, -0.1721, -0.3662
Si, -0.1852, -0.0988, 0.2591
Si, -0.3961, 0.1145, -0.1546
Si, 0.1551, -0.0004, -0.0625
Si, 0.1094, 0.0271, -0.2207
Si, 0.0691, -0.0697, -0.2098
Si, 0.0965, -0.0984, -0.322
Si, -0.0146, 0.2397, -0.2645
Si, -0.2002, -0.0379, -0.4627
Si, 0.2473, -0.0691, -0.286
Si, -0.0801, -0.122, -0.1087
Si, -0.06, 0.0163, -0.3022
Si, 0.0832, 0.0785, -0.4146
Si, 0.1164, -0.1484, -0.297
Si, 0.0398, 0.0793, -0.3665
Si, 0.0215, 0.0623, -0.1026
Si, -0.0431, 0.1191, -0.3497
Si, 0.0978, 0.1501, -0.0007
O, 0.1026, -0.2728, 0.4688
O, -0.0172, 0.0687, 0.0547
O, -0.354, -0.0204, 0.2011
O, 0.1143, 0.1189, 0.1173
O, -0.0757, 0.3169, 0.4715
O, 0.3324, -0.4186, 0.1774
O, 0.2984, -0.0834, 0.3927
O, -0.1328, 0.1234, 0.5312
O, 0.2443, -0.0609, 0.3404
O, -0.0104, 0.1709, 0.0796
O, -0.2881, 0.2846, 0.0545
O, 0.1904, 0.1826, 0.3111
O, 0, 0.0749, 0.3429
O, 0.1083, 0.0844, 0.361
O, 0.0713, -0.065, 0.3356
O, 0.0821, 0.3064, -0.0248
O, -0.2163, -0.3213, 0.1246
O, -0.2024, -0.3817, 0.3605
O, -0.0679, -0.146, 0.3139
O, 0.1644, -0.2248, 0.1107
O, -0.1296, 0.0738, 0.0467
O, -0.075, 0.0302, 0.2715
O, -0.2283, -0.1723, -0.0724
O, -0.1796, -0.0393, -0.1422
O, 0.3252, 0.0692, 0.3994
O, 0.0273, -0.594, 0.1225
O, 0.0698, -0.2002, 0.4743
O, -0.2642, 0.2179, 0.1049
O, 0.0219, -0.1656, 0.182
O, -0.0279, -0.0127, 0.2711
O, -0.0023, -0.2906, 0.5451
O, 0.1101, 0.2703, 0.4162
O, -0.3156, 0.0056, 0.2302
O, -0.1126, 0.0516, 0.2378
O, -0.1382, 0.1254, -0.0036
O, 0.0353, 0.0627, 0.1039
O, -0.1319, 0.1313, 0.3718
O, -0.0654, 0.4948, 0.4168
O, 0.1795, -0.1518, 0.4082
O, 0.2289, 0.0476, -0.1266
O, 0.4231, -0.1228, 0.161
O, 0.1727, -0.1481, -0.1244
O, 0.1356, 0.4363, 0.074
O, -0.0453, 0.2266, 0.2525
O, 0.0653, -0.2398, 0.3173
O, -0.1258, -0.1061, 0.2811
O, -0.0278, 0.2451, 0.1872
O, -0.0038, 0.0935, 0.2097
O, 0.039, -0.085, 0.307
O, -0.0878, 0.2978, 0.2999
O, -0.0529, -0.1246, 0.099
O, 0.5073, -0.1841, 0.2597
O, -0.0536, -0.2741, 0.3452
O, 0.0382, 0.1462, 0.0366
O, -0.0303, -0.1798, 0.2796
O, -0.0878, -0.0353, 0.4326
O, 0.3322, 0.2602, 0.4315
O, -0.3144, 0.0251, 0.0106
O, 0.0295, -0.0123, 0.2617
O, 0.1864, -0.0012, -0.0008
O, -0.1582, 0.1746, 0.3129
O, -0.0062, -0.1523, 0.0447
O, -0.2083, 0.0762, 0.0863
O, -0.2259, 0.087, 0.31
O, -0.0186, 0.3098, -0.096
O, 0.0289, 0.0079, 0.499
O, 0.2071, -0.3407, 0.5667
O, 0.0818, 0.1022, 0.0318
O, 0.0892, -0.0931, 0.0469
O, -0.0857, -0.0398, 0.595
O, 0.1813, 0.0854, -0.0689
O, 0.0489, 0.3508, 0.0571
O, -0.1174, -0.169, -0.0971
O, -0.1523, -0.1024, -0.3518
O, -0.0905, 0.2299, -0.0452
O, -0.0989, -0.1958, 0.0978
O, -0.2471, 0.4402, -0.2037
O, 0.1187, 0.1144, -0.314
O, -0.1632, 0.1288, -0.3488
O, -0.2235, -0.1749, -0.4537
O, -0.4897, -0.1378, -0.4122
O, 0.1402, -0.5103, -0.1907
O, -0.1782, 0.1583, -0.0906
O, -0.1812, -0.0128, -0.3278
O, -0.2719, -0.0151, 0.1981
O, 0.0617, 0.0066, -0.0273
O, 0.3066, -0.2765, -0.0832
O, 0.0131, -0.0978, -0.0506
O, -0.2016, -0.2256, -0.3069
O, -0.1035, 0.375, -0.1219
O, 0.2497, 0.0711, -0.4224
O, 0.0279, 0.4679, -0.5359
O, 0.14, 0.035, 0.0403
O, 0.0623, 0.0751, -0.1925
O, -0.1414, 0.5318, -0.4347
O, 0.0153, -0.183, -0.0081
O, -0.031, -0.1617, -0.0572
O, -0.1506, -0.234, -0.1383
O, 0.0117, 0.0436, -0.0672
O, -0.0664, 0.0414, -0.0345
O, 0.0637, -0.1644, -0.2504
O, 0.2792, 0.1808, -0.0432
O, -0.049, -0.2081, -0.2881
O, 0.1446, -0.1091, -0.3148
O, 0.373, -0.4473, 0.0776
O, 0.0739, 0.2121, 0.1997
O, 0.054, -0.0052, -0.2654
O, -0.2703, 0.1067, -0.4115
O, 0.2027, -0.0465, -0.7121
O, -0.23, -0.0346, -0.3695
O, 0.0778, -0.1485, 0.0487
O, 0.2323, -0.0555, -0.0449
O, -0.008, 0.0548, 0.0397
O, 0.2418, -0.1053, -0.2544
O, 0.0022, -0.1643, -0.1795
O, 0.047, 0.1555, 0.1056
O, 0.2658, -0.0019, -0.003
O, -0.3552, 0.0694, -0.5423
O, 0.0873, -0.1569, -0.3161
O, -0.3328, 0.0782, -0.1505
O, -0.0443, 0.3875, -0.3518
O, -0.0963, -0.1445, 0.0522
O, 0.0112, -0.1636, -0.0466
O, 0.2179, 0.0586, -0.5009
O, -0.0403, -0.2891, 0.0648
O, 0.1919, -0.0654, -0.2068
O, -0.025, -0.0712, 0.0781
O, -0.2679, -0.1028, -0.2347
O, -0.09, 0.1104, -0.266
O, -0.0465, -0.2453, -0.2681
O, 0.0368, 0.1546, 0.093
O, 0.0075, 0.2892, -0.2823
O, -0.0704, 0.1763, -0.1625
O, 0.1099, -0.4224, -0.3156
O, 0.2179, -0.2799, -0.3428
O, 0.0032, -0.0688, -0.0977
O, -0.045, 0.0817, -0.125
O, 0.2223, -0.1361, -0.1334
O, -0.3496, 0.246, -0.5056
O, 0.215, -0.1705, -0.0943
O, -0.1906, -0.0342, -0.3327
O, -0.1037, -0.0691, -0.1503
O, 0.0022, 0.0895, -0.1517
O, 0.1703, 0.0228, -0.1219
O, -0.1308, 0.0856, 0.5085
O, -0.0053, -0.2127, -0.0321
O, 0.0577, -0.1614, -0.4028
O, -0.0068, 0.0459, -0.2057
O, 0.1095, -0.1012, 0.0396
O, -0.0681, -0.0828, 0.1675
O, 0.2638, -0.2124, 0.1321
O, 0.0642, 0.0433, -0.0755
O, -0.0743, 0.0831, -0.1033
O, 0.187, -0.1492, -0.0196
O, 0.301, -0.2504, -0.2018
O, 0.3059, 0.2194, -0.2348
O, -0.2072, -0.0619, -0.0677
O, -0.0727, -0.2313, -0.3177
O, 0.0516, -0.0571, -0.05
O, 0.1627, -0.227, 0.057
O, -0.1157, 0.2333, -0.1409
O, 0.1079, 0.0719, -0.3931
O, -0.1887, -0.0952, 0.131
O, 0.163, 0.1199, 0.135
O, 0.0877, 0.0686, 0.0635
O, 0.19, -0.1266, -0.4121
O, -0.005, 0.0485, -0.1863
O, -0.0036, 0.3162, -0.3325
O, -0.1265, 0.1313, -0.1484
O, 0.0112, 0.1407, -0.2385
O, 0.2052, -0.1068, -0.1002
O, 0.1832, -0.0029, 0.0948
O, -0.0536, -0.1183, -0.3742
O, -0.0258, -0.329, 0.1595
O, 0.0143, 0.2329, -0.0377
O, -0.0931, -0.1319, -0.0941
O, 0.0836, 0.0242, 0.1836
O, -0.0886, -0.031, -0.3108
O, -0.1334, 0.0221, -0.3263
O, 0.0538, -0.1059, -0.078
O, -0.2499, -0.0203, -0.039
O, 0.0489, -0.1813, -0.0274
O, -0.2546, 0.2204, 0.1344
O, -0.0644, -0.0317, -0.0724
O, 0.2931, -0.0017, -0.0318
O, -0.0818, -0.1074, 0.1208
O, 0.0877, -0.0455, 0.3056
O, 0.0904, -0.1152, -0.1625
O, 0.0454, 0.144, 0.0301
O, 0.11, -0.2276, 0.0357
O, 0.1862, 0.0888, -0.321
O, -0.1458, -0.2234, -0.0904
O, 0.1561, 0.1138, -0.2557
O, -0.2916, 0.0114, 0.1644
O, 0.27, -0.0146, -0.1914
O, 0.117, 0.0179, 0.1236
O, -0.1764, 0.2229, 0.1519
O, -0.2238, 0.0091, -0.0149
O, -0.0874, -0.1818, -0.2123
O, 0.3031, -0.1135, 0.2086
O, 0.0615, -0.129, 0.1878
O, -0.0461, -0.0426, -0.289
O, 0.0202, 0.0136, -0.0882
O, -0.0005, 0.2536, -0.2684
O, 0.0017, -0.0654, 0.1166
O, 0.2172, 0.0796, -0.0397
O, 0.1313, -0.2027, -0.0831
O, 0.111, -0.2089, 0.0511
O, -0.0117, -0.0755, -0.1789
O, -0.1374, -0.1231, 0.4411
O, -0.1301, 0.1749, 0.0295
O, 0.0916, -0.0253, -0.1507
O, -0.0797, -0.1056, -0.0629
O, 0.0322, -0.1031, -0.3101
O, -0.1774, -0.0167, -0.0239
O, 0.0904, -0.1753, 0.2373
O, 0.0402, -0.0564, -0.2004
O, -0.0644, -0.2131, 0.2729
O, -0.1737, 0.1164, 0.0142
O, 0.1402, -0.1314, 0.6247
O, -0.0974, -0.0197, 0.3447
O, 0.1543, 0.1045, 0.3076
O, -0.1719, 0.0414, -0.1146
O, 0.2482, -0.0558, -0.1521
O, 0.0396, 0.0879, 0.099
O, -0.1138, -0.2713, 0.0271
O, 0.1007, 0.0693, 0.2257
O, -0.0976, -0.0856, 0.0658
O, 0.0953, 0.1813, -0.0353
O, 0.0041, 0.1885, -0.0417
O, 0.0718, 0.1748, 0.1024
O, -0.0907, -0.0494, -0.1746
O, -0.1128, 0.1126, -0.1526
O, -0.0323, -0.02, 0.0275
O, 0.0397, -0.2938, 0.1588
O, 0.1723, 0.0746, 0.1275
O, 0.021, -0.1597, 0.1774
O, -0.256, 0.2031, 0.1203
O, 0.0978, 0.24, -0.2629
O, -0.11, -0.1309, -0.2014
O, -0.3405, -0.0531, 0.1321
O, 0.0334, 0.1581, -0.0855
O, 0.4507, -0.484, 0.5794
O, -0.0829, 0.0194, -0.0194
O, -0.1288, 0.0804, -0.3155
O, -0.2073, 0.216, 0.056
O, 0.2809, -0.0524, 0.0166
O, 0.0769, 0.0129, 0.0941
O, -0.0454, 0.1225, -0.1846
O, -0.0375, 0.1679, 0.2328
O, 0.0641, 0.0505, 0.0441
O, 0.1622, -0.1389, 0.053
O, 0.1121, 0.3884, -0.1258
O, 0.0705, -0.1534, -0.0524
O, -0.2577, 0.1176, -0.1634
O, 0.1295, 0.0523, -0.0927
O, -0.217, -0.2783, -0.2978
O, 0.0701, 0.0666, -0.1004
O, 0.0102, 0.0902, 0.1506
O, 0.1168, 0.2122, -0.2703
O, 0.0366, -0.3068, 0.2551
O, 0.0591, 0.1472, -0.3052
O, -0.1042, 0.085, 0.2306
O, -0.0988, -0.2622, 0.0962
O, -0.1628, -0.1467, -0.2507
O, 0.0338, 0.1417, 0.0433
O, 0.1362, -0.1496, -0.0633
O, 0.1411, 0.1394, -0.0935
O, -0.0756, 0.1331, 0.0093
O, 0.1962, 0.15, 0.2679
O, 0.318, -0.2677, -0.0112
O, 0.1264, 0.0359, -0.221
O, -0.0146, -0.2421, -0.2494
O, 0.1068, 0.1703, -0.2612
O, 0.1558, 0.0271, 0.5757
O, -0.1373, -0.0605, 0.0947
O, -0.1537, -0.3214, 0.1832
O, 0.2622, -0.2763, 0.3764
O, -0.0486, -0.0347, 0.1057
O, -0.1264, -0.001, -0.0035
O, -0.2416, 0.1679, 0.146
O, -0.0597, 0.1021, 0.4111
O, 0.0983, -0.1724, 0.1051
O, 0.1399, 0.1295, 0.2642
O, -0.1484, 0.0035, -0.0771
O, 0.1631, -0.1674, 0.1436
O, -0.2206, -0.1383, 0.0599
O, -0.1482, -0.0414, 0.0104
O, -0.0282, -0.1367, 0.0671
O, 0.0776, 0.2759, -0.1098
O, -0.1399, -0.0738, 0.084
O, -0.0517, 0.1525, 0.1863
O, -0.2555, 0.0875, 0.0541
O, 0.4439, -0.1237, 0.0044
O, 0.0012, -0.1319, 0.1539
O, 0.0518, 0.1091, -0.5063
O, -0.1161, -0.2565, 0.0436
O, -0.0769, -0.1606, 0.2797
O, 0.0954, 0.2059, 0.206
O, 0.0042, -0.1202, -0.1163
O, -0.0343, -0.077, -0.457
O, -0.0748, -0.1149, -0.022
O, -0.0951, 0.1201, 0.3047
O, -0.0796, -0.0745, 0.0338
O, 0.208, 0.1478, 0.1618
O, -0.0393, 0.1246, 0.1614
O, -0.0493, -0.2309, -0.0847
O, 0.1376, -0.0753, -0.2107
O, -0.0545, -0.0363, 0.0478
O, 0.0816, 0.0588, 0.3991
O, -0.0643, -0.018, 0.1089
O, 0.0438, 0.3138, 0.3561
O, -0.1249, 0.0886, 0.1651
O, -0.1192, -0.1523, -0.028
O, 0.1273, -0.2979, 0.3474
O, 0.0917, -0.3002, 0.156
O, -0.0725, -0.1822, -0.179
O, -0.0368, -0.1688, -0.0437
O, 0.2727, 0.1981, -0.2589
O, 0.08, 0.1024, -0.1277
O, 0.241, -0.1797, 0.355
O, -0.2537, 0.204, -0.1975
O, 0.0905, -0.0838, 0.0869
O, -0.0296, -0.0427, 0.2337
O, -0.1585, 0.2466, -0.1039
O, -0.213, 0.0616, 0.3813
O, 0.1975, -0.2754, 0.1557
O, -0.0769, -0.0988, -0.0235
O, -0.1583, -0.0498, 0.413
O, 0.0288, -0.1409, 0.1477
O, 0.0067, -0.1451, 0.1244
O, 0.24, -0.006, 0.1435
Si, -0.0375, 0.0261, -0.0454
Si, -0.0519, 0.0401, -0.1053
Si, -0.0135, 0.0781, 0.0492
Si, 0.0545, -0.0003, 0.0536
Si, 0.051, 0.0067, -0.0439
Si, 0.0597, 0.0357, 0.0016
Si, -0.0144, -0.0028, 0.003
Si, 0.023, -0.0919, -0.0178
Si, -0.0726, -0.0171, -0.0527
Si, -0.0235, 0.0633, 0.0274
Si, 0.0365, -0.0466, -0.0059
Si, 0.1407, 0.0097, 0.0272
Si, 0.0426, -0.0172, -0.1315
Si, -0.0348, -0.0877, 0.0386
Si, -0.091, 0.0495, 0.0541
Si, -0.0283, 0.0752, -0.0653
Si, 0.0638, -0.0128, -0.0149
Si, 0.0173, -0.0336, -0.0202
Si, 0.0271, 0.0711, -0.0066
Si, -0.017, 0.0312, 0.0227
Si, -0.0314, -0.0337, 0.0158
Si, 0.0042, -0.0554, -0.0569
Si, 0.003, -0.0134, 0.0107
Si, 0.0009, -0.0428, -0.0272
Si, 0.0107, 0.0439, -0.0824
Si, 0.0344, 0.0013, -0.0645
Si, -0.0768, -0.0889, -0.0087
Si, -0.004, -0.0218, 0.0273
Si, -0.0112, 0.0528, -0.0021
Si, 0.0013, 0.0366, -0.0712
Si, 0.0072, -0.0135, -0.0469
Si, -0.0772, 0.0128, -0.096
Si, 0.021, 0.0462, -0.105
Si, 0.0331, -0.0408, -0.0258
Si, 0.0292, 0.0218, -0.0444
Si, 0.0219, -0.0016, -0.0285
Si, 0.0487, -0.056, -0.0032
Si, 0.0389, 0.0675, -0.0002
Si, 0.0199, -0.0281, 0.0172
Si, 0.002, -0.014, 0.0003
Si, -0.0271, -0.0027, 0.0065
Si, -0.0229, 0.0038, -0.0181
Si, 0.0237, 0.0209, -0.004
Si, 0.0181, 0.0264, -0.0152
Si, 0.0577, -0.0218, 0.0033
Si, 0.0108, -0.0366, 0.0281
Si, -0.0205, -0.0226, -0.0377
Si, -0.0696, -0.027, -0.0072
Si, -0.0039, 0.071, -0.0153
Si, 0.0675, 0.0414, -0.0438
Si, 0.088, -0.0765, -0.0128
Si, 0.0119, -0.0698, -0.0236
Si, -0.0349, 0.0083, -0.0022
Si, -0.0134, -0.017, -0.0273
Si, -0.0352, -0.0007, -0.0276
Si, -0.0445, -0.0272, -0.0057
Si, -0.0183, -0.0024, -0.0117
Si, -0.0052, -0.0237, 0.0082
Si, -0.0699, 0.0307, 0.0335
Si, 0.0047, -0.0358, 0.0317
Si, -0.0044, -0.0079, 0.0093
Si, -0.0358, 0.0579, 0.0159
Si, -0.0138, 0.057, -0.0064
Si, -0.0092, -0.0153, -0.0064
Si, -0.0296, -0.0308, -0.0441
Si, 0.0313, -0.0095, 0.0081
Si, -0.01, 0.0023, 0.009
Si, 0.025, 0.0341, 0.013
Si, 0.0332, -0.0221, -0.0033
Si, -0.0473, 0.0484, -0.0289
Si, 0.0264, -0.0499, -0.0244
Si, 0.0118, -0.0456, -0.0035
Si, 0.0072, 0.0413, -0.0095
Si, 0.0108, 0.0307, 0.011
Si, -0.0141, 0.0006, 0.0043
Si, -0.0059, 0.0398, 0.0195
Si, 0.0516, 0.0253, 0.0059
Si, -0.0016, -0.0133, 0.0132
Si, -0.012, -0.0261, -0.0031
Si, 0.04, 0.015, -0.0028
Si, 0.0117, -0.0179, -0.0125
Si, 0.006, 0.0028, 0.0166
Si, -0.0149, -0.0133, 0.0176
Si, 0.04, 0.0071, 0.0033
Si, -0.0159, -0.012, 0.01
Si, -0.0171, -0.0185, -0.0035
Si, -0.0387, 0.0332, 0.002
Si, -0.0208, 0.0451, 0.0127
Si, 0.0036, -0.0275, 0.0179
Si, -0.0062, 0.0224, 0.0054
Si, -0.0086, -0.0298, 0.0078
Si, 0.0238, 0.0277, 0.0101
Si, 0.0018, 0.0186, 0.0077
Si, -0.0121, 0.0057, -0.0033
Si, 0.027, -0.0282, -0.0101
Si, -0.0012, -0.0055, -0.0149
Si, -0.0148, 0.0177, -0.018
Si, 0.0077, 0.0122, -0.0073
Si, -0.0193, -0.0048, 0.0229
Si, 0.006, 0.006, -0.006
Si, -0.0185, 0.0042, 0.0032
Si, 0.0287, 0.003, 0.005
Si, 0.044, 0.0274, -0.0094
Si, -0.0341, -0.0391, -0.0093
Si, -0.0195, 0.0175, 0.0057
Si, -0.0146, -0.0135, -0.0074
Si, -0.0078, 0.0099, -0.0056
Si, 0.0002, -0.0084, 0.0215
Si, -0.0143, 0.0305, -0.0049
Si, -0.0057, 0.0034, 0.0051
Si, 0.0246, -0.0118, 0.0064
Si, 0.0343, -0.0398, 0.0059
Si, -0.0159, -0.0163, -0.0053
Si, -0.0017, 0.005, 0.0044
Si, 0.0262, -0.007, 0.0029
Si, -0.0033, -0.0014, 0.0034
Si, 0.004, 0.0013, 0.0035
Si, -0.0118, 0.0011, 0.0171
Si, 0.0119, -0.0223, -0.0042
Si, -0.03, 0.0072, 0.0116
Si, -0.0018, 0.0191, -0.0026
Si, 0, 0.0088, 0.0031
Si, 0.0188, -0.0269, -0.0038
Si, 0.0142, -0.0023, 0.0053
Si, -0.0253, 0.0007, -0.0072
Si, 0.0109, -0.0244, -0.004
Si, -0.0137, 0.011, -0.0083
Si, -0.036, -0.0143, -0.0077
Si, -0.0099, -0.0114, 0.0152
Si, -0.0055, -0.0077, 0.0006
Si, 0.0039, -0.0156, -0.0001
Si, 0.0098, -0.0243, 0.009
Si, 0.0014, 0.0147, 0.0028
Si, 0.0124, -0.028, 0
Si, -0.0063, -0.0083, 0.0025
Si, -0.0169, 0.034, 0.0098
Si, -0.0059, 0.0078, -0.007
Si, -0.0101, -0.0076, -0.0046
Si, -0.0059, -0.0032, 0.0005
Si, 0.0147, 0.0052, -0.0037
Si, 0.0021, 0.0041, -0.0006
Si, -0.0034, 0.0088, -0.0013
Si, 0.0068, -0.021, -0.0009
Si, 0.0265, -0.0254, -0.0014
Si, -0.0024, 0.0105, -0.0022
Si, 0.0172, 0.006, 0.0033
Si, 0.0044, 0.0026, 0.0067
Si, -0.0112, 0.0271, 0.0091
Si, -0.0081, 0.0003, 0.0049
Si, 0.0117, -0.0002, 0.0064
Si, 0.0241, 0.0043, -0.0046
Si, 0.0051, -0.0074, 0
Si, 0.0122, -0.0011, -0.0092
Si, 0.0168, -0.0018, 0
Si, -0.0109, 0.0069, 0.007
Si, 0.0019, -0.0079, 0.0061
Si, -0.0071, 0.0134, 0.002
Si, 0.0043, 0.0091, -0.0042
Si, 0.0044, 0.025, 0.0126
Si, -0.0085, 0.0074, 0.0115
Si, -0.0181, 0.0098, 0.0054
Si, -0.0019, 0.003, -0.0025
Si, 0.0082, -0.002, 0.0033
Si, 0.0057, -0.014, 0.0011
Si, 0.0053, -0.0047, -0.0002
Si, 0.0017, 0.0113, 0.0014
Si, 0.0062, 0.0008, -0.002
Si, -0.0159, 0.0057, 0
Si, -0.02, -0.0031, -0.0054
Si, -0.0031, 0.0226, -0.004
Si, 0.0015, 0.027, 0.0068
Si, 0.013, 0.0128, 0.0098
Si, -0.0053, 0.0085, 0.0048
Si, 0.0102, 0.0034, -0.0022
Si, 0.0121, 0.0017, -0.003
Si, -0.0044, -0.0134, -0.0056
Si, -0.0009, -0.0033, 0.0032
Si, -0.0002, 0.0009, -0.0012
Si, -0.022, -0.0027, 0.0004
Si, -0.012, 0.0044, -0.0049
Si, -0.0023, 0.0048, -0.002
Si, -0.0117, 0.0081, -0.0018
Si, -0.0029, -0.0049, 0.0004
Si, 0.0155, -0.0099, 0.0038
Si, 0.0113, 0.0026, -0.0018
Si, 0.0024, -0.0052, -0.0012
Si, -0.0097, -0.0091, -0.0004
Si, -0.0043, -0.0046, 0.007
Si, 0.006, -0.0055, 0.0029
Si, -0.0027, 0.0079, 0.0053
Si, 0.0107, -0.0107, 0.0049
Si, 0.0079, -0.0096, -0.0033
Si, -0.0053, -0.0126, 0.0007
Si, -0.0053, -0.0016, 0.0013
Si, -0.0097, 0.0028, 0.0056
Si, -0.0004, -0.0043, 0.0039
Si, 0.0053, -0.0081, -0.0051
Si, -0.0171, -0.0006, -0.0086
Si, -0.0104, -0.0079, -0.0065
Si, -0.0116, -0.0025, -0.002
Si, -0.0034, -0.0033, 0.0023
Si, 0.0027, -0.0014, 0.0048
Si, 0.0103, -0.0062, 0.0017
Si, 0.0151, -0.0064, -0.0044
Si, 0.0093, -0.0099, -0.0065
Si, -0.0031, 0.0052, -0.0009
Si, -0.0068, -0.0023, 0.0065
Si, 0.0044, 0.0025, 0.0075
Si, -0.0063, -0.004, -0.0025
Si, -0.0088, -0.0075, -0.0058
Si, -0.0093, -0.014, -0.0059
Si, -0.0042, -0.0093, -0.0028
Si, -0.0002, -0.0048, -0.0001
Si, 0.0092, -0.0114, 0.0024
Si, 0.0102, -0.0041, 0.0015
Si, 0.012, -0.0084, 0.0016
Si, 0.0001, 0.001, 0.0007
Si, 0.0144, -0.0039, -0.0011
Si, 0.0024, 0.0236, 0.0076
Si, 0.0183, -0.0038, 0.0037
Si, 0.0004, 0.005, -0.0038
Si, -0.0109, 0.0201, 0.0067
Si, 0.0194, -0.0117, -0.0011
Si, 0.0004, 0.0006, -0.0046
Si, -0.0061, 0.0059, 0.0013
Si, -0.0019, -0.002, -0.0004
Si, -0.0022, 0.007, 0.0013
Si, 0.0043, 0.0071, 0.0052
Si, 0.0065, 0.0074, -0.0005
Si, -0.0045, 0.011, -0.0028
Si, 0.0032, 0.0111, 0.0042
Si, 0.0133, 0.0108, 0.005
Si, -0.0023, 0.0017, -0.0013
Si, -0.0029, 0.0223, -0.0007
Si, 0.0137, -0.0188, -0.0006
Si, 0.0027, -0.0012, -0.0083
Si, 0.0037, -0.0052, 0.0005
Si, -0.0065, -0.0043, -0.0011
Si, -0.018, 0.016, -0.0013
Si, -0.0024, -0.0004, 0.0012
Si, -0.0098, 0.0115, -0.0004
Si, -0.0116, 0.0011, -0.0076
Si, 0.0028, 0.0146, 0.0064
Si, 0.0002, 0.0167, 0.0081
Si, 0.0126, 0.0011, -0.0058
Si, 0.0036, 0.0145, 0.004
Si, 0.0073, -0.0184, -0.0006
Si, 0.0096, 0.0007, -0.0075
Si, -0.0152, 0.0039, 0.0029
Si, -0.0036, -0.0098, -0.0039
Si, -0.0225, 0.0108, -0.0038
Si, -0.0086, 0.0145, -0.0022
Si, 0.0012, 0.0064, 0.0004
Si, -0.0112, -0.006, -0.0047
Si, 0.0017, -0.0031, -0.0019
Si, -0.0016, 0.0061, 0.004
Si, 0.0069, -0.0132, -0.009
Si, 0.0115, 0.0061, -0.0027
Si, 0.005, -0.0073, -0.002
Si, 0, -0.018, -0.0012
Si, -0.0013, -0.0008, 0.0065
Si, 0.0142, -0.0121, 0.0008
Si, -0.0017, 0.0044, -0.0053
Si, 0.0198, 0.0075, -0.002
Si, -0.0118, -0.017, 0.0015
Si, 0.0033, -0.0205, -0.0071
Si, -0.0116, 0.0018, -0.0011
Si, -0.0147, -0.0006, 0.0028
Si, 0.004, -0.0009, -0.0084
Si, -0.0167, 0.0013, -0.0095
Si, 0.0134, -0.0114, 0.0017
Si, -0.0215, -0.0286, -0.0022
Si, 0.0032, 0.0092, 0.0004
Si, 0.0095, -0.0113, -0.0006
Si, 0.0028, -0.0038, -0.0101
Si, 0.0051, 0.003, -0.0063
Si, 0.0038, -0.0108, -0.0016
Si, 0.0035, -0.0069, -0.0056
Si, -0.0085, -0.0011, 0.0023
Si, 0.0102, -0.014, -0.0007
Si, -0.0116, 0.0096, -0.0095
Si, -0.0061, 0.0086, 0.0001
Si, -0.0009, -0.0024, -0.0021
Si, -0.0102, -0.0192, -0.0075
Si, 0.0084, 0.0024, 0.0078
Si, -0.0051, -0.0114, 0.0068
Si, 0.0084, 0.0024, -0.0057
Si, -0.0119, -0.0066, 0.0034
